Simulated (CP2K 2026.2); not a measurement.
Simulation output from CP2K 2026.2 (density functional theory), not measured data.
Periodic cell of 2052 atoms, Si1404O648, from a study of silicon, its oxide and their interface. The atomic structure is a simulated model.
Doubt: the forces sum to 3.55 eV/angstrom along one axis rather than to zero, so they err by at least 0.0017 eV/angstrom per atom on average; the grid cutoff is modest.

Settings: functional PBE; method Gaussian and plane waves; basis set DZVP-MOLOPT-SR-GTH; pseudopotentials GTH-PBE; grid cutoff 300 Ry, relative cutoff 40 Ry; k points Gamma only; occupations fixed; spin none; net charge 0.

Cell vectors (angstrom)
a 16.407 0 0
b 0 65.628 0
c 0 0 34.3425

Atoms and the computed forces on them: element, x, y, z (angstrom), force x, y, z (eV/angstrom)
Si 0.507 -0.418 -0.207 -0.219 0.343 -0.072
Si 2.755 2.889 0.361 0.166 0.178 -0.373
Si 0.553 5.122 0.018 0.019 -0.196 -0.143
Si 2.84 8.08 0.237 -0.155 0.276 0.072
Si -0.364 11.616 0.11 0.045 0.092 -0.049
Si 2.687 13.791 0.626 -0.016 0.003 -0.429
Si 0.487 15.83 0.215 0.172 0.138 -0.004
Si 2.554 19.219 0.147 0.085 -0.062 -0.077
Si 0.37 21.583 0.109 -0.159 0.226 -0.144
Si 2.353 25.066 0.358 -0.416 -0.045 -0.061
Si 0.074 27.184 0.423 0.242 -0.128 -0.5
Si 2.566 30.52 0.252 -0.002 -0.056 0.335
Si 0.206 32.629 -0.08 -0.12 -0.147 -0.029
Si 2.912 35.362 0.232 0.203 -0.115 -0.218
Si 0.711 37.673 -0.236 -0.006 0.107 0.514
Si 3.261 40.454 -0.093 0.058 0.073 0.218
Si -0.156 44.098 0.053 0.126 0.073 -0.343
Si 3.041 46.168 0.525 -0.107 0.005 -0.334
Si -0.486 49.674 0.034 0.179 -0.287 -0.265
Si 1.999 52.334 -0.202 -0.063 0.048 0.121
Si -0.066 54.688 0.209 0.091 0.089 -0.101
Si 2.79 57.381 0.211 0.001 0.057 -0.178
Si 0.564 59.556 -0.057 0.285 -0.231 0.165
Si 2.83 62.897 -0.236 0.152 -0.155 -0.013
Si 5.12 0.774 -0.088 -0.135 -0.085 -0.09
Si 8.189 2.972 0.195 0.323 -0.191 -0.218
Si 5.304 5.997 0.189 -0.186 0.056 0.066
Si 8.684 8.571 0.046 -0.169 0.298 0.444
Si 4.741 11.526 0.031 0.031 -0.131 -0.144
Si 7.928 13.415 0.112 -0.06 0.152 0.492
Si 5.936 15.942 0.125 -0.405 0.252 -0.169
Si 8.099 19.501 0.076 -0.109 0.067 0.253
Si 5.842 21.662 -0.006 -0.021 -0.212 0.036
Si 8.304 24.512 -0.196 0.029 0.138 0.034
Si 4.934 27.531 0.304 0.275 -0.353 -0.006
Si 7.239 30.563 -0.238 -0.037 -0.201 0.191
Si 5.188 33.036 0.219 -0.244 0.305 0.051
Si 7.657 36.193 -0.117 0.2 -0.173 -0.008
Si 5.428 38.297 0.458 -0.088 -0.006 -0.449
Si 8.234 40.937 0.344 0.083 0.124 -0.331
Si 5.297 43.987 0.423 -0.088 0.187 -0.32
Si 8.109 46.679 0.448 -0.315 -0.062 0.362
Si 5.784 48.877 0.138 -0.053 0.024 -0.012
Si 8.683 51.482 -0.132 -0.141 0.346 -0.039
Si 5.096 55.279 -0.303 0.157 0.097 -0.121
Si 8.154 57.467 0.628 -0.055 0.03 -0.535
Si 5.964 59.654 0.242 0.058 -0.167 -0.2
Si 8.452 62.539 -0.098 -0.056 0.037 -0.038
Si 11.313 -0.57 0.079 0.041 0.186 0.031
Si 13.552 2.925 -0.015 -0.061 -0.109 0.002
Si 11.243 5.133 -0.03 0.089 -0.061 0.275
Si 13.334 8.939 -0.035 0.141 -0.246 -0.126
Si 11.236 11.307 0.22 0.225 -0.03 0.522
Si 13.763 13.813 0.364 0.109 0.154 0.092
Si 11.436 16.011 -0.021 0.282 -0.336 0.099
Si 13.964 19.225 0.034 -0.046 0.068 0.103
Si 10.604 22.322 0.132 0.134 -0.376 0.254
Si 13.525 24.245 0.228 -0.25 -0.082 0.383
Si 11.605 26.74 -0.04 -0.085 0.151 0.015
Si 14.189 29.298 0.038 0.113 -0.008 0.097
Si 11.079 32.864 -0.249 -0.164 -0.137 0.133
Si 14.021 35.889 -0.73 -0.066 0.711 0.676
Si 10.315 38.699 0.269 -0.006 0.089 0.013
Si 13.098 41.533 0.059 -0.19 0.022 -0.297
Si 11.029 43.907 0.656 0.189 -0.039 -0.256
Si 14.047 46.233 0.43 -0.059 0.173 -0.219
Si 11.042 49.279 -0.081 -0.103 -0.006 0.184
Si 13.725 52.006 -0.058 -0.203 0.056 -0.166
Si 10.425 55.39 -0.059 0.154 -0.127 0.081
Si 14.093 56.849 -0.106 0.122 -0.105 0.198
Si 10.612 60.273 0.157 -0.045 -0.018 -0.249
Si 13.626 62.947 0.044 0.029 0.134 -0.21
Si 1.371 1.314 1.339 -0.148 -0.3 -0.078
Si 4.243 4.263 1.533 -0.023 0.184 -0.273
Si 1.348 6.807 1.486 0.112 -0.064 -0.202
Si 3.943 9.789 1.454 0.009 -0.252 -0.339
Si 1.223 12.403 1.732 -0.109 -0.003 -0.272
Si 4.208 15.167 1.634 0.314 -0.006 -0.13
Si 1.44 17.669 1.51 -0.177 -0.059 -0.357
Si 4.223 20.458 1.338 -0.091 0.078 -0.291
Si 1.385 23.22 1.511 0.064 0.046 -0.375
Si 3.981 25.998 1.739 -0.103 0.216 -0.217
Si 1.447 28.745 1.522 0.033 0.329 -0.354
Si 4.007 31.649 1.684 -0.164 -0.13 -0.234
Si 1.291 34.173 1.405 0.002 -0.284 -0.15
Si 4.088 36.818 1.646 0.103 0.102 -0.169
Si 1.524 39.467 1.205 0.134 -0.199 -0.302
Si 4.075 42.243 1.413 0.057 -0.023 -0.295
Si 1.321 45.072 1.636 0.082 -0.013 -0.192
Si 4.084 47.963 1.545 0.12 -0.106 -0.221
Si 1.175 50.755 1.369 -0.113 0.015 -0.136
Si 3.988 53.408 0.921 -0.169 0.083 -0.119
Si 1.404 55.994 1.504 -0.087 0.103 -0.217
Si 4.195 58.729 1.509 0.125 -0.09 -0.21
Si 1.613 61.336 1.193 -0.079 0.015 -0.177
Si 4.268 64.317 1.063 0.02 0.3 -0.039
Si 6.897 1.396 1.384 -0.03 0.087 -0.009
Si 9.692 4.169 1.497 0.134 0.067 -0.208
Si 7.07 7.114 1.303 0 0.034 -0.253
Si 9.718 9.928 1.591 0.085 -0.043 -0.404
Si 6.607 12.235 1.571 -0.13 -0.096 -0.33
Si 9.694 14.853 1.261 -0.119 -0.069 -0.348
Si 6.969 17.735 1.331 0.07 0.084 -0.231
Si 9.568 20.642 1.493 -0.051 0.143 -0.399
Si 6.872 23.315 1.335 -0.059 -0.021 -0.153
Si 9.544 26.084 1.138 0.07 -0.094 -0.157
Si 6.49 28.986 1.434 -0.215 0.022 -0.128
Si 9.423 31.431 0.919 -0.123 0.255 -0.115
Si 6.773 34.355 1.294 0.209 0.255 -0.262
Si 9.303 36.999 1.494 -0.01 0.074 -0.25
Si 6.793 39.682 1.716 0.187 0.029 -0.216
Si 9.473 42.483 1.666 -0.132 -0.101 -0.267
Si 6.878 45.101 1.737 0.12 0.048 -0.349
Si 9.826 47.866 1.485 0.034 -0.022 -0.356
Si 6.911 50.648 1.27 0.071 -0.125 -0.301
Si 9.573 53.385 1.139 0.039 -0.079 -0.242
Si 6.65 55.967 1.481 -0.121 -0.056 -0.177
Si 9.575 58.883 1.733 0.096 0.138 -0.085
Si 6.943 61.454 1.41 0.139 -0.047 -0.273
Si 9.628 64.072 1.377 -0.051 -0.155 -0.197
Si 12.38 1.269 1.26 -0.032 -0.013 -0.28
Si 15.159 4.099 1.298 -0.033 0.045 -0.325
Si 12.374 6.976 1.175 -0.123 -0.032 -0.192
Si 15.047 9.804 1.36 -0.144 0.109 -0.204
Si 12.48 12.473 1.774 -0.207 -0.002 -0.461
Si 15.183 15.088 1.68 0.096 0.017 -0.363
Si 12.435 17.776 1.28 0.138 0.062 -0.077
Si 15.14 20.55 1.525 0.043 0.008 -0.095
Si 12.171 23.179 1.742 0.027 -0.171 -0.411
Si 15.052 25.706 1.531 -0.275 -0.027 -0.4
Si 12.47 28.43 1.431 0.085 -0.104 -0.277
Si 15.045 31.321 1.197 0.009 -0.207 -0.295
Si 12.462 34.235 1.101 -0.014 -0.207 -0.435
Si 15.202 36.914 1.13 0.374 -0.062 -0.463
Si 12.196 39.722 1.318 -0.077 0.027 -0.1
Si 15.056 42.368 1.216 -0.042 0.109 -0.06
Si 12.494 45.18 1.845 0.021 0.101 -0.167
Si 15.141 47.948 1.552 0.023 0.035 -0.215
Si 12.321 50.683 1.35 0.121 -0.088 -0.236
Si 14.91 53.377 1.48 0.127 -0.141 -0.223
Si 12.301 56.06 1.315 -0.056 0.144 -0.197
Si 15.21 58.549 1.253 -0.018 0.032 -0.24
Si 12.352 61.423 1.342 -0.164 -0.055 -0.11
Si 15.192 64.226 1.238 0.096 -0.012 -0.116
Si -0.009 2.674 2.718 0.032 -0.113 0.087
Si 2.834 -0.061 2.62 -0.016 -0.098 0.069
Si -0.06 8.26 2.713 -0.005 0.053 -0.078
Si 2.762 5.527 2.864 0.232 0.039 0.289
Si -0.004 13.748 3.124 -0.098 -0.01 0.222
Si 2.62 10.971 2.95 -0.029 0.009 0.16
Si 0.063 19.11 2.859 0.095 0.016 -0.002
Si 2.83 16.49 2.965 0.011 0.069 0.102
Si -0.006 24.466 2.941 0.079 -0.058 0.09
Si 2.867 21.861 2.773 0.016 -0.033 -0.037
Si -0.031 30.079 2.788 0.032 0.109 0.021
Si 2.713 27.453 2.999 0.084 0.045 0.255
Si -0.094 35.531 2.692 -0.113 -0.007 0.121
Si 2.57 32.912 2.942 -0.061 -0.045 0.15
Si 0.028 40.907 2.546 0.038 0.019 -0.147
Si 2.675 38.222 2.85 -0.014 0.049 0.091
Si 0.083 46.581 2.924 0.017 0.13 0.111
Si 2.68 43.601 2.833 0.056 -0.099 0.221
Si -0.111 52.022 2.845 -0.121 -0.098 0.143
Si 2.647 49.377 2.727 -0.069 0.01 -0.038
Si 0.052 57.361 2.837 -0.057 0.022 0.069
Si 2.801 54.59 2.707 0.024 -0.018 -0.015
Si 0.135 62.76 2.563 0.108 0.006 0.017
Si 2.857 60.152 2.782 0.011 0.077 0.105
Si 5.593 2.787 2.785 0.059 0.205 0.326
Si 8.246 -0.085 2.682 0.04 0.052 -0.076
Si 5.542 8.392 2.711 -0.048 0.053 -0.002
Si 8.296 5.621 2.735 -0.059 -0.014 0.134
Si 5.452 13.704 2.974 0.055 0.034 0.136
Si 8.142 11.013 2.916 -0.135 0.018 0.014
Si 5.54 19.077 2.756 0.028 -0.029 -0.119
Si 8.351 16.361 2.684 0.055 -0.11 0.002
Si 5.486 24.584 2.804 0.068 -0.12 0.005
Si 8.19 21.981 2.832 0.019 0.072 0.138
Si 5.352 30.244 2.975 0.038 0 0.139
Si 8.114 27.493 2.553 0.011 -0.106 -0.167
Si 5.5 35.514 2.915 0.05 -0.031 0.123
Si 8.233 32.865 2.534 -0.021 -0.059 -0.124
Si 5.404 41.051 2.944 -0.043 0.131 0.18
Si 8.123 38.294 3.014 -0.001 -0.153 0.283
Si 5.44 46.553 2.921 0.112 0.058 0.437
Si 8.18 43.753 3.083 -0.127 0.075 0.049
Si 5.411 52.067 2.483 0.073 -0.035 -0.159
Si 8.272 49.28 2.724 0.117 -0.037 0.342
Si 5.448 57.357 2.906 0.003 0.004 0.261
Si 8.143 54.578 2.659 0.01 -0.081 0.178
Si 5.553 62.945 2.614 -0.151 0.005 -0.123
Si 8.191 60.22 2.976 0.032 0.072 0.263
Si 11.011 2.647 2.708 0.043 -0.108 0.124
Si 13.801 -0.031 2.657 0.029 -0.022 0.028
Si 11.031 8.289 2.752 0.136 0.015 -0.096
Si 13.771 5.558 2.626 -0.136 0.086 -0.134
Si 10.943 13.74 2.927 -0.078 0.083 0.11
Si 13.785 10.984 2.968 0.028 -0.052 0.122
Si 10.995 19.136 2.694 0.001 0.003 -0.107
Si 13.748 16.541 2.854 -0.009 0.031 0.03
Si 10.789 24.71 2.819 -0.029 0.227 0.064
Si 13.67 21.814 2.916 -0.044 -0.139 -0.039
Si 10.871 30.016 2.444 0.066 -0.015 -0.12
Si 13.718 27.155 2.895 -0.042 -0.126 0.232
Si 10.944 35.546 2.534 0.047 0.19 -0.068
Si 13.644 32.748 2.553 0.086 -0.005 -0.022
Si 10.921 41.037 2.868 0.007 -0.074 0.092
Si 13.708 38.292 2.526 -0.113 0.021 -0.074
Si 11.035 46.558 2.994 -0.02 0.129 0.128
Si 13.858 43.664 2.899 0.039 -0.103 0.199
Si 10.928 52.068 2.687 -0.121 0.015 -0.057
Si 13.663 49.303 2.81 -0.058 -0.014 -0.022
Si 11.05 57.447 2.814 0.152 -0.018 0.138
Si 13.559 54.71 2.807 -0.163 0.066 0.134
Si 11.004 62.784 2.794 0.016 -0.104 0.081
Si 13.784 60.024 2.625 0.07 -0.089 -0.157
Si 1.383 4.054 4.114 -0.003 0.08 -0.059
Si 4.143 1.367 4.063 0.127 -0.125 -0.123
Si 1.297 9.524 4.219 0.12 0.09 -0.011
Si 4.187 6.939 4.136 -0.127 -0.069 -0.164
Si 1.451 15.12 4.334 -0.061 -0.043 -0.036
Si 4.05 12.326 4.292 0.025 0.035 -0.101
Si 1.462 20.512 4.178 -0.03 -0.029 -0.128
Si 4.193 17.849 4.269 -0.05 -0.009 0.01
Si 1.331 25.97 4.228 0.034 -0.007 0.015
Si 4.155 23.232 4.197 -0.034 -0.039 0.043
Si 1.272 31.446 4.24 -0.02 -0.043 -0.156
Si 4.071 28.81 4.326 -0.038 -0.059 0.005
Si 1.272 36.849 4.15 -0.01 0.159 -0.056
Si 4.059 34.192 4.245 0.002 0.069 -0.021
Si 1.282 42.248 4.129 0.167 0.067 -0.068
Si 4.048 39.602 4.227 -0.049 -0.007 -0.061
Si 1.424 47.978 4.21 -0.062 -0.107 0.079
Si 4.044 45.082 4.203 0.081 0.07 -0.31
Si 1.367 53.337 4.142 0.091 -0.058 -0.078
Si 4.111 50.715 4.007 -0.072 -0.007 0.035
Si 1.432 58.792 4.137 -0.082 -0.019 -0.007
Si 4.06 55.983 4.188 0.092 0.008 -0.029
Si 1.443 64.181 4.016 0.062 0.049 -0.176
Si 4.196 61.586 4.083 -0.058 -0.042 -0.009
Si 6.94 4.194 4.124 -0.052 -0.126 -0.056
Si 9.61 1.305 4.068 0.036 0.101 0.031
Si 6.851 9.6 4.26 -0.021 -0.035 -0.075
Si 9.658 6.915 4.14 -0.052 0.065 0.01
Si 6.936 15.083 4.196 -0.026 -0.063 -0.134
Si 9.556 12.361 4.257 -0.015 0.073 -0.018
Si 6.847 20.514 4.139 0.051 0.073 -0.061
Si 9.632 17.781 4.104 0.019 -0.111 0.028
Si 6.862 26.053 4.051 -0.037 0.05 -0.042
Si 9.523 23.315 4.239 -0.036 -0.012 -0.167
Si 6.882 31.589 4.11 -0.005 -0.037 -0.014
Si 9.547 28.749 3.978 -0.091 0.038 0.02
Si 6.794 36.886 4.314 0.005 0.006 -0.027
Si 9.605 34.178 3.982 -0.017 -0.13 -0.032
Si 6.771 42.382 4.334 -0.008 -0.043 0.025
Si 9.571 39.662 4.26 0.075 0.018 -0.094
Si 6.887 47.937 4.204 -0.013 -0.069 -0.297
Si 9.603 45.178 4.278 0.041 -0.018 0.091
Si 6.764 53.279 4.056 0.116 0.166 0.009
Si 9.594 50.682 4.129 -0.199 -0.071 -0.274
Si 6.827 58.767 4.233 -0.054 0.043 -0.028
Si 9.557 56.024 4.058 0.021 -0.05 -0.199
Si 6.877 64.237 4.085 0.05 -0.019 0.065
Si 9.633 61.534 4.26 0.006 -0.015 -0.039
Si 12.389 4.103 4.015 0.014 0.015 -0.078
Si 15.069 1.328 4.114 0.011 0.048 0.025
Si 12.362 9.579 4.227 0.034 -0.042 -0.083
Si 15.046 6.876 4.115 -0.106 -0.078 0.046
Si 12.345 15.139 4.222 -0.059 0.049 -0.071
Si 15.049 12.343 4.402 0.071 -0.047 -0.06
Si 12.285 20.447 4.198 0.163 -0.064 0.069
Si 15.084 17.842 4.289 -0.076 -0.01 -0.109
Si 12.238 25.936 4.239 -0.009 0.095 -0.118
Si 15.003 23.174 4.296 0.063 0.103 0.003
Si 12.237 31.383 3.915 -0.042 0.109 -0.015
Si 15.041 28.664 4.167 -0.036 0.006 -0.075
Si 12.298 36.93 3.945 0.069 -0.115 -0.05
Si 14.966 34.106 4.034 0.03 0.014 -0.039
Si 12.351 42.38 4.215 0.044 -0.066 -0.073
Si 15.037 39.62 3.993 0.047 -0.071 0.004
Si 12.36 47.97 4.272 -0.137 0.049 0.023
Si 15.11 45.16 4.235 -0.018 -0.079 -0.018
Si 12.252 53.337 4.182 0.08 -0.021 -0.048
Si 14.995 50.632 4.228 0.085 0.014 -0.098
Si 12.423 58.796 4.153 -0.059 -0.111 0.002
Si 15.019 56.032 4.162 0.029 0.128 -0.049
Si 12.403 64.231 4.06 -0.086 -0.004 -0.038
Si 15.123 61.458 3.997 0.044 0.032 -0.001
Si 0.067 -0.064 5.422 -0.017 -0.012 -0.06
Si 2.763 2.696 5.468 -0.015 0.003 0.019
Si 0.009 5.452 5.464 0.043 0.003 -0.045
Si 2.747 8.2 5.542 0.054 -0.005 -0.022
Si 0.015 10.911 5.646 -0.057 0.008 0.027
Si 2.75 13.702 5.673 0.005 -0.016 0.075
Si 0.027 16.457 5.644 0.043 0.067 0.023
Si 2.787 19.184 5.612 0.045 0.055 -0.044
Si 0.052 21.845 5.581 -0.036 -0.024 -0.023
Si 2.758 24.616 5.545 0.026 0.015 -0.013
Si -0.023 27.337 5.584 -0.009 0.022 0.029
Si 2.666 30.131 5.626 0.006 -0.001 0.05
Si -0.103 32.827 5.528 0.014 -0.012 -0.004
Si 2.668 35.551 5.559 0.075 0.001 0.011
Si -0.073 38.262 5.469 0.004 -0.044 -0.048
Si 2.665 40.965 5.557 -0.051 -0.044 0.001
Si 0.024 43.714 5.536 0.025 0.072 -0.001
Si 2.727 46.52 5.54 0.043 0.011 0.06
Si -0.002 49.279 5.566 -0.032 -0.004 -0.028
Si 2.755 51.983 5.496 -0.034 0.045 -0.054
Si 0.009 54.701 5.522 -0.033 -0.009 -0.008
Si 2.735 57.405 5.532 -0.022 -0.028 0.002
Si 0.042 60.154 5.482 0.008 -0.013 -0.065
Si 2.787 62.886 5.473 -0.007 0.03 -0.04
Si 5.504 -0.01 5.453 -0.031 0.059 -0.032
Si 8.266 2.726 5.452 0.016 0.044 -0.038
Si 5.515 5.5 5.492 0.043 0.061 0.006
Si 8.252 8.207 5.555 -0.039 -0.038 -0.025
Si 5.457 10.95 5.608 0.019 0.013 -0.013
Si 8.216 13.713 5.629 0.072 0.058 -0.015
Si 5.544 16.43 5.578 0.026 0.024 -0.038
Si 8.241 19.149 5.497 -0.022 0.016 -0.099
Si 5.504 21.869 5.558 -0.026 -0.033 -0.029
Si 8.158 24.705 5.536 0.07 -0.037 0.026
Si 5.501 27.368 5.516 0.008 0.059 0.02
Si 8.219 30.12 5.428 0.027 0.041 -0.06
Si 5.474 32.833 5.551 0 0.009 -0.004
Si 8.253 35.481 5.496 -0.001 0.092 -0.048
Si 5.41 38.259 5.609 -0.02 -0.024 0.049
Si 8.187 41.009 5.611 -0.041 -0.023 0.048
Si 5.405 43.774 5.619 0.007 0.01 0.048
Si 8.213 46.546 5.589 -0.068 0.091 0.026
Si 5.452 49.33 5.464 0.085 -0.077 -0.061
Si 8.164 51.99 5.485 0.013 -0.106 -0.044
Si 5.482 54.658 5.512 -0.027 0.024 -0.042
Si 8.241 57.386 5.507 0.001 0.065 0.018
Si 5.473 60.185 5.529 0.04 -0.01 -0.007
Si 8.224 62.913 5.536 0.067 0.028 -0.011
Si 10.998 -0.039 5.449 0.017 -0.028 -0.061
Si 13.702 2.727 5.456 0.042 0.002 -0.049
Si 11.002 5.446 5.447 0.013 0.014 -0.084
Si 13.698 8.178 5.567 0.008 0.042 -0.053
Si 10.951 10.949 5.565 -0.069 -0.066 -0.044
Si 13.643 13.74 5.643 -0.022 -0.054 0.003
Si 10.951 16.465 5.581 0.089 0.069 -0.08
Si 13.673 19.173 5.621 -0.04 -0.05 -0.002
Si 10.927 21.883 5.528 0.001 0.07 -0.017
Si 13.627 24.586 5.593 -0.06 -0.064 0.06
Si 10.874 27.402 5.474 0.073 -0.041 -0.015
Si 13.599 30.078 5.42 0.037 -0.127 -0.074
Si 10.938 32.776 5.376 -0.036 -0.013 -0.086
Si 13.614 35.528 5.385 -0.025 -0.03 -0.086
Si 10.984 38.233 5.476 -0.025 0.095 -0.028
Si 13.715 40.957 5.489 -0.086 0.046 -0.051
Si 10.977 43.774 5.57 0.034 -0.008 0.019
Si 13.706 46.529 5.573 0.009 -0.026 -0.003
Si 10.932 49.323 5.557 0.071 0.031 -0.021
Si 13.639 52.004 5.566 -0.037 -0.024 -0.014
Si 10.893 54.716 5.519 -0.018 -0.059 -0.027
Si 13.714 57.421 5.555 0.016 0.021 -0.025
Si 11.019 60.131 5.536 -0.011 0.032 0.013
Si 13.759 62.842 5.425 -0.03 -0.026 -0.095
Si 1.393 1.319 6.83 0.051 -0.002 0.01
Si 4.131 4.086 6.831 0.003 0.011 -0.026
Si 1.378 6.79 6.871 0.063 -0.038 -0.019
Si 4.098 9.555 6.942 -0.051 0.038 -0.015
Si 1.375 12.3 6.989 0.037 -0.011 -0.011
Si 4.157 15.08 6.966 -0.007 -0.071 -0.013
Si 1.403 17.827 6.979 -0.049 -0.025 -0.013
Si 4.139 20.551 6.961 -0.042 0.017 0.032
Si 1.392 23.258 6.927 -0.011 0.009 -0.03
Si 4.127 26.002 6.895 -0.021 -0.042 -0.036
Si 1.331 28.714 6.948 0.016 -0.024 0.028
Si 4.099 31.471 6.924 0 -0.016 0.03
Si 1.302 34.163 6.893 0.021 -0.029 0.003
Si 4.042 36.887 6.94 -0.069 0.09 0.029
Si 1.294 39.593 6.892 0.067 0.021 0.001
Si 4.034 42.359 6.921 0.01 0.056 -0.023
Si 1.365 45.123 6.897 0.023 -0.02 -0.037
Si 4.112 47.919 6.858 0.018 -0.073 -0.038
Si 1.385 50.639 6.895 0.01 -0.044 0.005
Si 4.105 53.332 6.896 -0.003 0 -0.002
Si 1.361 56.065 6.906 -0.035 0.078 0.013
Si 4.104 58.796 6.883 -0.013 0.028 0.016
Si 1.403 61.526 6.855 0.009 -0.012 0.017
Si 4.134 64.263 6.852 0 -0.02 -0.006
Si 6.874 1.362 6.828 -0.026 -0.004 -0.024
Si 9.632 4.077 6.836 -0.003 -0.05 -0.012
Si 6.877 6.82 6.898 -0.002 -0.038 0.028
Si 9.596 9.567 6.934 0.005 0.017 -0.015
Si 6.839 12.316 6.959 -0.049 0.025 -0.021
Si 9.596 15.084 6.957 -0.036 -0.048 -0.007
Si 6.886 17.816 6.925 -0.019 -0.034 0
Si 9.565 20.53 6.9 0.016 -0.013 -0.026
Si 6.837 23.288 6.903 -0.017 0.014 -0.003
Si 9.551 26.039 6.892 -0.044 0.008 -0.002
Si 6.866 28.757 6.855 -0.005 -0.058 -0.045
Si 9.588 31.45 6.824 -0.032 -0.011 -0.031
Si 6.861 34.173 6.899 -0.068 -0.017 0.036
Si 9.6 36.874 6.85 0.022 -0.052 0.005
Si 6.809 39.624 6.935 0.026 -0.021 0.017
Si 9.58 42.402 6.911 0 0.003 0.004
Si 6.815 45.162 6.919 0.001 -0.009 -0.01
Si 9.58 47.928 6.918 -0.042 -0.044 0.012
Si 6.821 50.636 6.883 -0.019 0.016 0.005
Si 9.53 53.348 6.882 -0.037 0.066 -0.015
Si 6.846 56.043 6.878 0.017 -0.003 -0.006
Si 9.609 58.772 6.877 0.049 -0.077 -0.015
Si 6.856 61.536 6.895 0.011 -0.058 0.01
Si 9.618 64.271 6.867 -0.039 -0.002 0.029
Si 12.341 1.347 6.827 -0.066 0.034 0.019
Si 15.062 4.078 6.847 -0.033 0.012 -0.002
Si 12.326 6.785 6.886 0.01 0 0.009
Si 15.043 9.53 6.959 0.013 0.009 0.032
Si 12.292 12.314 6.958 -0.014 0.076 -0.012
Si 15.047 15.082 6.986 0.015 -0.035 -0.024
Si 12.304 17.81 6.968 0.017 -0.041 0.033
Si 15.06 20.531 6.963 0.014 -0.006 -0.018
Si 12.271 23.228 6.944 0.095 -0.006 -0.013
Si 15.004 25.974 6.928 -0.018 0.073 0.016
Si 12.268 28.732 6.848 -0.054 0.051 0.01
Si 14.952 31.423 6.852 0.011 0.059 0.005
Si 12.276 34.15 6.79 0.005 0.028 -0.057
Si 14.973 36.872 6.816 0.012 0.049 -0.025
Si 12.325 39.61 6.855 0.049 -0.061 0.003
Si 15.039 42.356 6.88 -0.014 0.039 -0.016
Si 12.33 45.155 6.92 -0.047 0.001 0.022
Si 15.06 47.895 6.933 0.034 -0.048 -0.011
Si 12.293 50.65 6.942 -0.043 -0.008 0.029
Si 15.042 53.354 6.903 0.042 -0.037 0.002
Si 12.299 56.065 6.888 -0.001 0.041 -0.02
Si 15.085 58.804 6.891 0.014 -0.031 0.011
Si 12.378 61.528 6.864 -0.017 -0.017 -0.004
Si 15.095 64.225 6.819 0.02 -0.009 0.022
Si 0.016 2.688 8.208 0.02 0.02 0.001
Si 2.752 -0.019 8.234 0.007 0.016 0.014
Si 0.013 8.137 8.274 -0.007 0.048 0.004
Si 2.745 5.414 8.23 -0.029 0.008 0.016
Si -0.004 13.676 8.323 -0.028 -0.027 -0.001
Si 2.736 10.909 8.317 0.037 0.049 0.019
Si 0.015 19.177 8.333 0 -0.009 0.008
Si 2.766 16.437 8.319 -0.002 0.007 -0.003
Si 0 24.626 8.28 0.014 -0.015 -0.005
Si 2.757 21.916 8.309 0 -0.005 -0.003
Si -0.066 30.086 8.26 0.005 -0.047 -0.005
Si 2.742 27.353 8.271 0.004 0.023 0.013
Si -0.065 35.535 8.231 0.045 0.006 -0.007
Si 2.697 32.814 8.265 0.05 0.037 0.002
Si -0.031 40.989 8.26 0.009 0.009 -0.002
Si 2.671 38.253 8.276 0.016 -0.029 0.013
Si 0.005 46.497 8.267 -0.063 -0.026 0.015
Si 2.703 43.754 8.276 0.034 0.038 0.018
Si 0.007 51.99 8.266 0.007 0.01 -0.012
Si 2.737 49.252 8.252 -0.04 -0.016 -0.004
Si 0.012 57.434 8.28 0.007 0.005 0.007
Si 2.737 54.701 8.264 0.023 -0.003 -0.018
Si 0.029 62.882 8.239 0.003 0.02 -0.005
Si 2.74 60.157 8.259 -0.016 -0.055 -0.013
Si 5.491 2.712 8.211 0.012 -0.006 0.003
Si 8.23 0 8.226 0.058 0.032 0.013
Si 5.478 8.159 8.268 0.011 -0.001 0.002
Si 8.245 5.419 8.232 -0.035 0.024 0.01
Si 5.479 13.678 8.327 0.008 0.017 0.005
Si 8.204 10.917 8.295 0.018 0.019 0.001
Si 5.504 19.171 8.301 0.004 0.01 -0.003
Si 8.219 16.443 8.311 0.024 0.011 -0.014
Si 5.472 24.639 8.279 -0.03 -0.011 0.022
Si 8.208 21.917 8.267 0.015 0.003 -0.008
Si 5.478 30.082 8.251 -0.049 -0.009 0.005
Si 8.197 27.392 8.264 0.026 0.01 0.033
Si 5.458 35.52 8.258 0.04 0.025 -0.009
Si 8.218 32.783 8.24 -0.051 -0.003 -0.002
Si 5.428 41 8.268 0.002 -0.006 0.002
Si 8.209 38.233 8.23 -0.049 0.035 -0.008
Si 5.448 46.543 8.254 0.054 0.037 0.011
Si 8.19 43.773 8.252 0.007 0.013 0
Si 5.463 51.979 8.274 0.004 -0.002 0.004
Si 8.185 49.274 8.265 0.014 -0.06 -0.015
Si 5.481 57.426 8.246 0.031 0.035 -0.027
Si 8.193 54.701 8.278 0.016 0.009 0.003
Si 5.48 62.898 8.253 0.008 -0.003 0.006
Si 8.233 60.15 8.239 -0.02 0.033 0.001
Si 10.973 2.697 8.221 0.024 0.021 0.009
Si 13.709 -0.031 8.198 0.004 -0.011 -0.017
Si 10.956 8.153 8.265 -0.019 0.008 -0.001
Si 13.692 5.414 8.245 -0.009 0.001 0.01
Si 10.93 13.682 8.317 0.002 -0.019 -0.004
Si 13.666 10.915 8.296 0.01 -0.012 -0.007
Si 10.926 19.187 8.3 0.04 0.013 -0.006
Si 13.668 16.443 8.331 -0.026 0 -0.001
Si 10.911 24.644 8.264 0.01 -0.014 0.011
Si 13.676 21.903 8.307 -0.003 0.023 0.031
Si 10.922 30.091 8.236 0.042 0.007 0.011
Si 13.63 27.367 8.254 0.026 -0.04 -0.007
Si 10.937 35.496 8.218 -0.033 0.012 0.005
Si 13.618 32.805 8.22 0.023 -0.033 0.009
Si 10.949 40.993 8.221 -0.03 0.034 -0.013
Si 13.652 38.235 8.23 -0.036 -0.001 0.016
Si 10.942 46.531 8.261 0.011 0.005 -0.003
Si 13.68 43.745 8.247 -0.027 0.008 -0.002
Si 10.907 52.008 8.276 0.018 -0.044 0.005
Si 13.672 49.263 8.277 -0.023 -0.014 -0.004
Si 10.955 57.426 8.273 -0.033 0.005 0.021
Si 13.669 54.712 8.267 0.007 0.012 -0.002
Si 10.982 62.888 8.228 -0.009 -0.002 0.003
Si 13.712 60.163 8.261 -0.002 0.013 0.003
Si 1.371 4.048 9.603 0.026 -0.01 -0.004
Si 4.114 1.355 9.602 0.002 -0.012 -0.009
Si 1.363 9.515 9.642 0.014 0.007 0.003
Si 4.101 6.777 9.616 0.024 0.008 -0.004
Si 1.378 15.052 9.661 0.004 -0.021 -0.004
Si 4.098 12.289 9.663 -0.013 -0.016 0
Si 1.381 20.561 9.674 -0.018 0.01 -0.004
Si 4.121 17.818 9.672 -0.006 -0.04 -0.002
Si 1.374 25.992 9.643 0 -0.003 0.004
Si 4.111 23.291 9.665 -0.024 0 0.013
Si 1.336 31.43 9.623 -0.003 0.006 0.001
Si 4.113 28.717 9.631 0.02 -0.017 0.012
Si 1.313 36.873 9.622 -0.011 0.032 -0.004
Si 4.085 34.158 9.627 -0.043 -0.025 0.016
Si 1.334 42.37 9.62 -0.012 0.018 -0.001
Si 4.062 39.621 9.618 -0.023 0.015 0.005
Si 1.371 47.875 9.618 0.033 -0.028 -0.003
Si 4.081 45.147 9.603 -0.007 -0.033 0
Si 1.369 53.346 9.641 -0.023 -0.003 0.005
Si 4.092 50.613 9.634 0.023 -0.031 -0.006
Si 1.377 58.796 9.647 0 0.008 0.011
Si 4.108 56.068 9.629 -0.03 0 -0.002
Si 1.376 64.256 9.622 0.018 -0.016 0
Si 4.109 61.527 9.626 -0.003 -0.004 -0.004
Si 6.862 4.057 9.601 0 -0.013 -0.005
Si 9.598 1.348 9.606 -0.06 -0.001 0.013
Si 6.836 9.523 9.642 -0.023 0.02 0.001
Si 9.589 6.778 9.63 0 -0.001 0.009
Si 6.845 15.062 9.664 -0.005 -0.015 -0.008
Si 9.564 12.288 9.658 -0.026 0.02 -0.001
Si 6.85 20.56 9.655 -0.015 0.001 -0.007
Si 9.569 17.82 9.669 -0.011 -0.016 -0.008
Si 6.839 26.012 9.636 -0.008 -0.001 -0.009
Si 9.563 23.281 9.649 0.008 0.002 0
Si 6.845 31.431 9.625 0.011 -0.004 -0.007
Si 9.571 28.733 9.635 -0.026 -0.015 -0.001
Si 6.83 36.886 9.61 -0.026 -0.009 0.014
Si 9.568 34.153 9.613 0.001 0.007 -0.014
Si 6.814 42.387 9.593 -0.004 0.01 0.018
Si 9.559 39.633 9.576 0.024 -0.029 0.002
Si 6.823 47.894 9.621 -0.007 -0.017 0.006
Si 9.557 45.152 9.6 -0.022 -0.001 0.016
Si 6.825 53.342 9.647 -0.011 0.005 0.005
Si 9.553 50.63 9.639 -0.018 0.023 -0.011
Si 6.856 58.791 9.616 0.008 -0.014 0.002
Si 9.577 56.064 9.635 0.01 0.007 -0.007
Si 6.859 64.263 9.611 -0.02 -0.028 0
Si 9.605 61.522 9.605 0.012 -0.029 -0.001
Si 12.328 4.048 9.615 -0.011 -0.004 0.008
Si 15.05 1.338 9.599 0.006 -0.006 -0.006
Si 12.312 9.517 9.644 -0.011 0.024 -0.008
Si 15.046 6.77 9.63 0.01 -0.012 0.007
Si 12.303 15.051 9.668 0.026 -0.039 -0.002
Si 15.033 12.283 9.658 -0.009 0.013 0.003
Si 12.299 20.547 9.664 0.006 -0.032 0
Si 15.039 17.813 9.68 0.009 -0.034 0.008
Si 12.288 25.995 9.64 -0.007 0.014 0
Si 15.045 23.278 9.662 -0.01 0.006 0.01
Si 12.281 31.443 9.62 -0.023 0.028 -0.009
Si 15.006 28.711 9.641 -0.017 0.04 0.013
Si 12.283 36.875 9.594 0.031 0.002 -0.007
Si 14.998 34.154 9.6 0.003 0.025 -0.028
Si 12.291 42.377 9.59 0.009 0.005 -0.005
Si 15.001 39.615 9.603 0.013 -0.004 -0.014
Si 12.303 47.891 9.632 0.009 -0.023 0.01
Si 15.03 45.127 9.616 0.039 -0.002 -0.002
Si 12.299 53.353 9.639 -0.011 0.01 0.005
Si 15.045 50.624 9.634 0.015 -0.032 0.002
Si 12.329 58.799 9.629 -0.002 -0.007 0.003
Si 15.041 56.069 9.642 -0.014 0.039 0.007
Si 12.34 64.253 9.606 -0.032 -0.004 -0.004
Si 15.065 61.532 9.636 0.007 -0.026 0.013
Si -0.009 -0.016 11.002 0.002 0.011 0.005
Si 2.728 2.693 10.995 -0.004 0.013 0.011
Si -0.006 5.394 10.995 0.002 0.02 0.005
Si 2.717 8.127 10.993 -0.01 0.041 0.006
Si -0.011 10.883 10.999 -0.003 0.003 0
Si 2.72 13.653 11.019 0.016 -0.001 0.009
Si 0.001 16.425 11.014 -0.009 0.003 -0.01
Si 2.746 19.193 11.028 -0.017 0.009 0
Si 0.014 21.929 11.035 0.005 -0.023 0.006
Si 2.741 24.647 11.034 -0.006 -0.014 0.012
Si -0.004 27.353 11.005 0.019 -0.013 -0.003
Si 2.722 30.065 10.994 0.009 0.002 0.008
Si -0.025 32.804 10.981 0.018 -0.015 -0.019
Si 2.706 35.518 10.986 0.027 0.011 0.008
Si -0.043 38.253 10.969 0.022 0.002 -0.013
Si 2.704 40.997 10.973 0.033 0.008 0.004
Si -0.026 43.749 10.976 -0.034 0.012 0.003
Si 2.72 46.499 10.987 -0.01 0.013 0
Si 0 49.24 10.985 -0.018 -0.008 -0.014
Si 2.728 51.975 11.008 -0.009 -0.003 -0.007
Si -0.006 54.696 11.015 0.027 -0.005 -0.005
Si 2.734 57.415 11.013 0.026 0.036 -0.006
Si 0.001 60.154 11.018 0.014 -0.017 -0.011
Si 2.731 62.884 10.999 0.013 -0.015 -0.016
Si 5.478 -0.009 10.983 0 0.018 -0.011
Si 8.226 2.698 10.988 0.015 -0.008 0.004
Si 5.47 5.401 10.975 0.017 0.012 -0.005
Si 8.2 8.133 10.997 -0.017 0.017 0.001
Si 5.445 10.879 10.996 0.023 0.053 -0.004
Si 8.19 13.661 11.006 0.014 -0.003 0
Si 5.468 16.427 11.023 -0.005 0.001 -0.007
Si 8.2 19.189 11.028 0.019 -0.006 -0.002
Si 5.478 21.925 11.021 -0.004 -0.01 -0.005
Si 8.195 24.645 11.016 -0.003 -0.001 0.002
Si 5.471 27.357 11.018 -0.024 -0.01 0.009
Si 8.194 30.069 11.015 -0.008 0.009 0.009
Si 5.455 32.78 10.988 -0.004 0.022 -0.003
Si 8.19 35.518 10.979 -0.032 -0.002 0.01
Si 5.447 38.252 10.965 0.02 0.024 0.002
Si 8.182 41.004 10.94 -0.019 0.013 0.012
Si 5.448 43.762 10.944 0.011 0.039 -0.014
Si 8.188 46.513 10.969 0.006 -0.007 0.014
Si 5.455 49.244 10.993 0.007 -0.007 -0.012
Si 8.188 51.978 11.015 0.037 -0.018 0
Si 5.463 54.705 11.016 0.006 -0.002 0.002
Si 8.216 57.43 11.002 -0.002 -0.008 -0.001
Si 5.481 60.152 10.991 0.013 0 -0.006
Si 8.23 62.886 10.978 -0.003 0.008 -0.002
Si 10.964 -0.016 10.985 0.009 -0.006 -0.002
Si 13.686 2.69 11 -0.009 0.003 0.01
Si 10.96 5.403 10.996 0.017 -0.003 0.001
Si 13.68 8.135 11.001 0 0.026 0.016
Si 10.928 10.884 10.993 0.006 0.007 -0.011
Si 13.664 13.657 11.01 -0.001 0.004 0.004
Si 10.933 16.435 11.008 -0.008 0.003 -0.021
Si 13.669 19.191 11.03 -0.026 0.003 0.001
Si 10.938 21.922 11.025 0.035 0 0
Si 13.675 24.648 11.022 0.021 -0.016 0.009
Si 10.922 27.354 11.012 0.015 0.007 -0.002
Si 13.646 30.082 11.005 0.015 -0.007 0.007
Si 10.913 32.789 11 0.006 0.003 -0.002
Si 13.64 35.517 10.973 0.015 -0.015 -0.007
Si 10.909 38.261 10.939 -0.034 0.007 -0.011
Si 13.637 40.998 10.955 -0.005 0 0.004
Si 10.911 43.753 10.939 -0.003 0.006 -0.006
Si 13.659 46.5 10.977 -0.031 0.012 0.003
Si 10.933 49.262 10.992 -0.015 -0.039 -0.007
Si 13.67 51.981 11.002 -0.009 -0.016 -0.004
Si 10.938 54.708 11.015 -0.002 0.017 0.006
Si 13.675 57.427 11.015 0.001 0.002 -0.003
Si 10.957 60.159 10.998 -0.009 0.015 0.005
Si 13.681 62.889 11.01 0.012 0.014 0.006
Si 1.34 1.356 12.39 0.039 -0.012 -0.006
Si 4.095 4.058 12.367 0.019 -0.009 0.005
Si 1.346 6.764 12.366 0.009 -0.006 -0.015
Si 4.069 9.502 12.355 0.014 -0.007 0.007
Si 1.344 12.257 12.362 -0.009 0.002 -0.004
Si 4.086 15.041 12.359 -0.004 0.002 -0.014
Si 1.352 17.821 12.361 0.019 -0.054 0
Si 4.106 20.573 12.389 0.017 0.007 -0.003
Si 1.379 23.289 12.413 -0.019 -0.001 0.005
Si 4.114 26 12.406 0.005 0.025 -0.004
Si 1.377 28.693 12.384 -0.038 0.009 -0.004
Si 4.099 31.411 12.374 -0.043 -0.016 -0.005
Si 1.353 34.147 12.362 -0.009 0.006 -0.011
Si 4.084 36.886 12.341 -0.035 -0.015 -0.013
Si 1.331 39.618 12.318 -0.03 -0.012 -0.013
Si 4.089 42.38 12.298 0.001 0.029 0.004
Si 1.344 45.118 12.336 0.018 -0.012 0.009
Si 4.094 47.863 12.345 0.009 0.012 0.006
Si 1.357 50.603 12.364 -0.01 -0.037 0.007
Si 4.093 53.335 12.385 0.006 0 0.008
Si 1.366 56.043 12.393 -0.032 -0.009 0.001
Si 4.113 58.78 12.369 -0.04 -0.039 -0.014
Si 1.357 61.528 12.382 0.016 0.011 -0.003
Si 4.097 64.26 12.355 -0.001 -0.029 -0.018
Si 6.85 1.343 12.363 -0.014 -0.029 0.009
Si 9.597 4.043 12.377 -0.046 0.029 0.007
Si 6.824 6.757 12.359 -0.035 -0.017 0.001
Si 9.574 9.498 12.358 0.009 0.035 -0.001
Si 6.808 12.262 12.33 -0.033 -0.015 -0.017
Si 9.556 15.053 12.339 0.008 -0.002 -0.003
Si 6.814 17.822 12.376 0.012 -0.026 -0.011
Si 9.567 20.557 12.391 -0.007 -0.019 0.005
Si 6.832 23.29 12.395 -0.012 -0.032 0.004
Si 9.56 25.996 12.397 -0.008 -0.026 0.013
Si 6.838 28.7 12.399 0.018 0.014 -0.002
Si 9.559 31.422 12.384 -0.009 0.02 -0.016
Si 6.82 34.147 12.348 -0.021 -0.018 -0.02
Si 9.543 36.919 12.324 0.035 0.015 -0.002
Si 6.812 39.637 12.31 -0.032 -0.033 0
Si 9.535 42.39 12.302 0.009 0.008 0.011
Si 6.812 45.125 12.307 -0.017 -0.029 0.011
Si 9.549 47.89 12.331 0.04 0.024 -0.005
Si 6.812 50.608 12.366 -0.039 -0.043 0.001
Si 9.572 53.335 12.373 -0.029 -0.023 -0.006
Si 6.851 56.062 12.373 0.028 0.054 -0.01
Si 9.6 58.782 12.372 -0.015 0.012 -0.008
Si 6.863 61.516 12.355 -0.022 -0.007 -0.004
Si 9.597 64.245 12.361 -0.002 0.002 -0.012
Si 12.31 1.345 12.386 -0.006 -0.017 -0.005
Si 15.033 4.054 12.398 0.01 -0.016 -0.004
Si 12.324 6.758 12.377 -0.021 0.016 -0.007
Si 15.046 9.501 12.366 0.006 0.038 0.002
Si 12.295 12.259 12.342 -0.02 -0.017 -0.008
Si 15.034 15.039 12.354 -0.02 -0.04 -0.001
Si 12.293 17.81 12.366 0.021 -0.014 0
Si 15.039 20.57 12.384 0.008 -0.012 -0.008
Si 12.316 23.279 12.396 -0.007 0.02 -0.006
Si 15.057 25.997 12.402 -0.005 0.02 0
Si 12.293 28.707 12.383 -0.003 0.013 -0.008
Si 15.033 31.441 12.363 0.021 0.041 -0.017
Si 12.277 34.163 12.35 0.008 0.013 -0.017
Si 15 36.894 12.33 0.003 0.014 -0.014
Si 12.247 39.643 12.306 0.008 -0.018 0
Si 14.999 42.373 12.312 0.019 0.003 -0.015
Si 12.263 45.123 12.306 0.014 -0.009 -0.013
Si 15.03 47.871 12.339 0.011 -0.034 -0.01
Si 12.307 50.615 12.372 0.025 0.028 -0.011
Si 15.034 53.331 12.388 -0.004 -0.008 0.009
Si 12.313 56.059 12.39 0.001 0.018 0.009
Si 15.041 58.78 12.392 0.007 0.035 0.005
Si 12.313 61.516 12.39 -0.035 -0.044 0
Si 15.021 64.266 12.399 0.015 -0.029 -0.006
Si -0.028 2.709 13.805 -0.007 -0.013 0.009
Si 2.702 -0.031 13.738 0.043 0.001 -0.007
Si -0.02 8.117 13.752 0.03 0.012 0.009
Si 2.701 5.405 13.743 -0.024 0.043 -0.02
Si -0.028 13.64 13.705 0 0.01 0.015
Si 2.68 10.851 13.725 0.013 0.047 0.061
Si -0.01 19.195 13.732 -0.056 0.068 0
Si 2.716 16.438 13.693 -0.021 0.001 -0.002
Si 0.021 24.645 13.799 -0.002 -0.043 0.027
Si 2.764 21.944 13.779 0.003 -0.058 0.001
Si 0.011 30.078 13.727 0.011 -0.018 -0.02
Si 2.74 27.335 13.791 0.033 -0.01 -0.018
Si -0.028 35.535 13.691 -0.001 -0.002 -0.003
Si 2.738 32.783 13.739 0.026 0.012 0.012
Si -0.041 40.996 13.655 0.003 0.013 -0.003
Si 2.701 38.257 13.683 0.021 0.021 0.022
Si -0.032 46.484 13.698 -0.042 0.086 0.027
Si 2.723 43.729 13.666 0.02 -0.018 0.01
Si -0.012 51.95 13.752 0.002 0.011 -0.02
Si 2.734 49.231 13.709 0.007 -0.041 -0.019
Si -0.027 57.381 13.761 0.048 0.028 -0.01
Si 2.726 54.674 13.779 -0.01 0.012 0.022
Si -0.031 62.881 13.759 0.016 0.017 0.009
Si 2.724 60.138 13.723 0.024 0.007 0.006
Si 5.469 2.695 13.737 -0.014 0.017 -0.001
Si 8.235 -0.012 13.733 -0.022 -0.022 -0.009
Si 5.409 8.101 13.708 0.062 0.049 -0.02
Si 8.209 5.398 13.729 0.02 -0.007 -0.024
Si 5.428 13.617 13.686 0.046 -0.013 0.032
Si 8.166 10.874 13.668 -0.026 0.065 0.026
Si 5.452 19.197 13.749 -0.004 0.007 0.014
Si 8.179 16.421 13.691 -0.009 0.019 -0.004
Si 5.481 24.648 13.789 -0.021 -0.027 -0.019
Si 8.188 21.915 13.756 -0.009 0.031 -0.016
Si 5.449 30.036 13.769 0.03 0.028 -0.014
Si 8.195 27.341 13.793 -0.02 0.029 0.01
Si 5.46 35.521 13.71 -0.01 -0.012 0.03
Si 8.169 32.778 13.729 -0.004 0.028 0.009
Si 5.448 41.012 13.663 -0.02 0.023 -0.014
Si 8.178 38.292 13.695 -0.031 0.028 0.013
Si 5.459 46.478 13.689 -0.012 0.021 0.005
Si 8.16 43.749 13.67 -0.014 0.031 -0.016
Si 5.457 51.965 13.75 0.038 -0.033 0.003
Si 8.182 49.239 13.713 -0.024 -0.011 0
Si 5.481 57.414 13.744 0.003 -0.017 0.02
Si 8.208 54.688 13.745 0.016 -0.01 -0.014
Si 5.487 62.896 13.703 -0.049 0.021 -0.016
Si 8.228 60.141 13.735 0.039 -0.024 0.009
Si 10.963 2.703 13.789 0.007 -0.041 0.002
Si 13.647 -0.003 13.797 -0.013 0.024 0
Si 10.94 8.114 13.728 0.024 -0.013 0.004
Si 13.678 5.416 13.795 -0.026 0.014 0.01
Si 10.92 13.656 13.659 -0.006 0.007 0.008
Si 13.659 10.874 13.695 0.002 0.019 -0.009
Si 10.936 19.178 13.74 0.006 -0.024 0.016
Si 13.667 16.428 13.694 -0.009 -0.006 0.009
Si 10.933 24.626 13.757 0.05 -0.013 -0.027
Si 13.702 21.938 13.777 -0.019 -0.06 0.019
Si 10.912 30.043 13.759 0.015 0.01 0.025
Si 13.68 27.363 13.756 0.003 -0.002 -0.014
Si 10.907 35.558 13.684 -0.001 -0.025 -0.001
Si 13.646 32.799 13.715 0.009 -0.022 0.006
Si 10.879 41.017 13.674 0.024 -0.016 0.007
Si 13.608 38.272 13.654 0.018 -0.004 -0.015
Si 10.902 46.497 13.669 -0.023 -0.009 0.004
Si 13.607 43.734 13.656 0.008 0.043 0.027
Si 10.939 51.977 13.743 -0.007 -0.025 -0.001
Si 13.68 49.238 13.723 -0.009 -0.045 0.017
Si 10.954 57.416 13.767 -0.021 0.015 0.006
Si 13.659 54.679 13.771 0.009 0.021 -0.01
Si 10.94 62.883 13.766 0.012 0.027 -0.01
Si 13.664 60.13 13.77 0.019 -0.023 -0.008
Si 1.341 4.092 15.168 0.106 0.047 0.067
Si 4.076 1.334 15.088 -0.07 -0.065 -0.014
Si 1.338 9.464 15.135 -0.061 -0.025 0.032
Si 4.03 6.774 15.126 0.038 -0.077 0.064
Si 1.339 15.053 15.017 0.008 0.001 0.016
Si 4.048 12.244 15.051 0.004 0.022 0.003
Si 1.369 20.565 15.089 0.009 -0.006 0.032
Si 4.048 17.826 15.067 -0.037 -0.025 0.013
Si 1.415 25.965 15.2 -0.036 0.034 0.077
Si 4.123 23.308 15.183 0.067 -0.01 0.037
Si 1.393 31.403 15.115 -0.054 -0.046 0.042
Si 4.114 28.664 15.183 -0.061 -0.015 0.091
Si 1.342 36.889 15.058 0.004 -0.003 0.045
Si 4.119 34.147 15.106 -0.009 -0.01 0.016
Si 1.36 42.331 15.002 -0.027 0.019 0
Si 4.061 39.658 15.013 0.025 -0.002 0.003
Si 1.363 47.852 15.044 0.032 -0.006 0.014
Si 4.095 45.086 15.029 0.01 -0.016 0.029
Si 1.352 53.287 15.146 -0.034 -0.019 0.063
Si 4.084 50.588 15.103 -0.008 -0.032 0.062
Si 1.354 58.754 15.087 -0.017 -0.049 0.015
Si 4.136 56.028 15.128 0.021 0.068 0.021
Si 1.31 64.265 15.133 -0.043 -0.029 0.006
Si 4.103 61.529 15.047 0.022 0 0.024
Si 6.845 4.05 15.113 0.02 0.008 0.063
Si 9.578 1.341 15.15 0.008 -0.011 0.054
Si 6.804 9.47 15.008 -0.114 -0.036 -0.005
Si 9.574 6.748 15.11 -0.016 0.001 0.024
Si 6.798 15.015 15 -0.002 -0.007 0.027
Si 9.515 12.296 14.979 0.039 -0.033 -0.028
Si 6.81 20.567 15.13 -0.001 -0.028 0.016
Si 9.524 17.802 15.057 -0.047 -0.029 0.036
Si 6.843 25.981 15.192 0.021 -0.009 0.087
Si 9.563 23.26 15.122 -0.015 -0.029 0.058
Si 6.83 31.389 15.121 -0.065 -0.02 0.009
Si 9.57 28.68 15.177 0.026 -0.009 0.044
Si 6.831 36.905 15.055 -0.028 -0.026 0.026
Si 9.532 34.196 15.029 0.017 0.008 -0.014
Si 6.824 42.352 15.042 -0.074 0.013 0.061
Si 9.502 39.698 15.077 0.01 -0.038 0.062
Si 6.827 47.838 15.059 -0.008 0.051 -0.014
Si 9.486 45.163 15.016 0.072 -0.007 0.02
Si 6.834 53.329 15.113 -0.016 0.009 0.038
Si 9.536 50.623 15.073 0.01 0.001 -0.028
Si 6.86 58.774 15.106 0.008 -0.001 0.016
Si 9.6 56.019 15.116 -0.009 0.008 0.018
Si 6.867 64.241 15.084 0.003 0.03 0.041
Si 9.587 61.492 15.131 -0.064 -0.057 0.066
Si 12.314 4.069 15.197 0.045 0.027 0.022
Si 14.981 1.377 15.202 -0.021 -0.029 0.045
Si 12.334 9.474 15.064 0 0.018 0.005
Si 15.04 6.783 15.183 0.01 0.03 0.072
Si 12.29 15.029 15.004 -0.015 0.028 0.007
Si 14.998 12.259 15.056 0.001 -0.001 0.019
Si 12.326 20.542 15.101 0.043 0.085 -0.003
Si 15.005 17.82 15.065 0.002 -0.108 0.041
Si 12.318 25.982 15.11 -0.03 0.018 0.018
Si 15.067 23.293 15.191 0.031 0.017 0.045
Si 12.305 31.407 15.086 0.029 0.061 -0.025
Si 15.054 28.738 15.11 0.042 0.065 0.024
Si 12.249 36.944 15.051 -0.001 0.059 0.061
Si 14.988 34.206 15.057 0.033 0.011 0.04
Si 12.231 42.39 15.036 -0.006 -0.007 0.026
Si 14.949 39.663 14.988 -0.004 -0.058 0.009
Si 12.287 47.843 15.029 0.052 0.058 -0.009
Si 14.967 45.096 15.013 -0.027 -0.097 -0.012
Si 12.294 53.321 15.153 -0.001 -0.027 0.077
Si 15.04 50.587 15.137 -0.024 -0.02 0.069
Si 12.334 58.74 15.172 -0.013 0.058 0.048
Si 15.019 56.016 15.168 0.015 -0.038 0.051
Si 12.269 64.259 15.171 -0.034 -0.031 0.055
Si 14.999 61.52 15.137 0.006 0.018 0.044
Si -0.09 -0.026 16.552 0.093 -0.007 -0.017
Si 2.704 2.674 16.48 0.026 0.028 0.01
Si 0.016 5.47 16.619 -0.087 -0.044 -0.008
Si 2.663 8.087 16.585 -0.01 0.095 0.007
Si -0.098 10.836 16.423 0.086 0.023 0.06
Si 2.674 13.668 16.367 -0.04 0.02 0.053
Si -0.008 16.446 16.372 -0.051 -0.012 0.034
Si 2.678 19.182 16.467 0.057 0.07 0.079
Si 0.102 21.939 16.531 -0.03 -0.096 0.006
Si 2.798 24.626 16.653 -0.064 0.005 -0.022
Si 0.028 27.392 16.477 0.033 -0.023 0.018
Si 2.762 30.043 16.551 0.02 -0.004 0.097
Si -0.041 32.806 16.362 0.045 0.022 0.005
Si 2.738 35.533 16.439 0.011 0.002 0.009
Si -0.099 38.293 16.319 -0.088 0.074 0.018
Si 2.688 40.973 16.421 0.026 0.008 0.114
Si -0.061 43.675 16.291 0.03 0.017 0.062
Si 2.703 46.429 16.366 0.012 0.136 0.058
Si 0.071 49.23 16.466 -0.024 -0.093 -0.084
Si 2.724 51.919 16.527 0.012 -0.009 -0.083
Si -0.032 54.625 16.534 0.011 -0.012 0.067
Si 2.775 57.429 16.447 -0.071 -0.08 0.04
Si -0.074 60.064 16.441 0.055 0.075 0.024
Si 2.692 62.844 16.413 0.069 0.027 0.079
Si 5.491 -0.006 16.42 0.038 -0.12 0.06
Si 8.227 2.721 16.529 -0.091 -0.023 -0.008
Si 5.436 5.405 16.446 -0.032 0.052 0.041
Si 8.149 8.114 16.396 0.001 -0.066 0.084
Si 5.39 10.782 16.347 0.147 -0.036 0.038
Si 8.154 13.652 16.365 -0.044 0.056 0.139
Si 5.403 16.377 16.318 0.02 0.003 -0.006
Si 8.159 19.161 16.453 0.097 -0.039 0.014
Si 5.494 21.953 16.548 -0.102 0.051 0.092
Si 8.261 24.635 16.542 -0.075 -0.091 0.096
Si 5.434 27.267 16.62 0.091 0.067 0.022
Si 8.147 30.008 16.534 -0.035 0.022 0.062
Si 5.5 32.771 16.495 -0.01 0.01 0.033
Si 8.21 35.555 16.438 0.006 -0.049 0.102
Si 5.46 38.326 16.349 -0.115 0.028 -0.027
Si 8.164 41.064 16.517 -0.008 0.001 0.059
Si 5.448 43.698 16.392 -0.001 -0.04 0.037
Si 8.148 46.48 16.471 0.027 -0.047 0.061
Si 5.48 49.203 16.414 -0.024 -0.032 0.037
Si 8.237 52.021 16.487 -0.038 -0.115 0.101
Si 5.461 54.625 16.541 0.086 -0.034 0.015
Si 8.197 57.337 16.454 0.059 0.04 0.069
Si 5.513 60.217 16.419 -0.098 -0.044 -0.026
Si 8.188 62.846 16.488 0.055 0.06 -0.041
Si 10.887 -0.03 16.583 0.048 0.079 0.105
Si 13.672 2.769 16.657 -0.071 -0.026 0.156
Si 10.925 5.421 16.562 -0.034 0.03 0.011
Si 13.661 8.15 16.557 0.008 0.007 0.143
Si 10.894 10.889 16.243 -0.045 0.044 0.075
Si 13.644 13.681 16.378 0.007 0.013 0.039
Si 10.891 16.376 16.339 0.05 -0.041 0.043
Si 13.662 19.168 16.48 -0.026 0.044 0.061
Si 10.934 21.876 16.457 0.005 0.013 -0.006
Si 13.661 24.671 16.535 -0.015 -0.006 0.039
Si 10.98 27.302 16.529 0.026 -0.021 0.059
Si 13.67 30.069 16.501 -0.001 -0.044 0.176
Si 10.899 32.813 16.337 0.024 0.018 0.021
Si 13.613 35.596 16.425 0.011 -0.035 0.043
Si 10.873 38.327 16.414 0.015 -0.013 0.034
Si 13.586 41.001 16.386 0.051 0.007 0.072
Si 10.813 43.775 16.346 0.012 0.129 0.031
Si 13.608 46.449 16.401 -0.038 0.033 0.122
Si 10.878 49.191 16.355 -0.009 0.042 -0.017
Si 13.634 51.927 16.526 0.074 0.09 0.049
Si 10.944 54.686 16.564 -0.099 -0.01 0.049
Si 13.634 57.311 16.6 0.005 0.023 -0.027
Si 10.977 60.139 16.519 0.048 -0.087 0.058
Si 13.633 62.893 16.542 0.029 -0.088 0.038
Si 1.262 1.396 17.869 -0.089 0.093 -0.002
Si 4.15 3.977 17.824 -0.011 -0.046 -0.086
Si 1.325 6.785 18.124 0.035 0.069 0.192
Si 4.08 9.476 17.856 0.115 -0.017 -0.017
Si 1.278 12.263 17.661 -0.071 0.033 -0.202
Si 4.042 15.06 17.711 0.028 0.002 -0.035
Si 1.307 17.783 17.82 -0.078 0.03 -0.019
Si 4.016 20.604 17.833 -0.145 0.097 -0.126
Si 1.453 23.255 18.04 0.094 -0.181 0.102
Si 4.134 25.934 18.15 0.065 -0.104 0.12
Si 1.381 28.671 17.943 -0.016 0.028 -0.096
Si 4.174 31.398 17.918 0.031 -0.114 0.015
Si 1.32 34.125 17.731 -0.003 -0.109 -0.194
Si 4.118 36.995 17.721 0.087 0.007 -0.163
Si 1.227 39.597 17.73 -0.055 0.088 -0.03
Si 4.094 42.337 17.779 0.018 -0.059 -0.131
Si 1.301 45.005 17.648 -0.116 0.008 -0.146
Si 4.112 47.767 17.717 -0.038 0.007 -0.175
Si 1.428 50.541 17.947 -0.001 -0.051 0.088
Si 4.089 53.237 17.932 0.007 -0.029 -0.015
Si 1.453 55.986 17.793 0.077 0.052 -0.164
Si 4.152 58.871 17.749 -0.003 0.095 -0.088
Si 1.318 61.42 17.746 -0.034 -0.053 -0.223
Si 4.117 64.211 17.719 0.011 -0.061 -0.154
Si 6.848 1.326 17.855 0.052 -0.024 -0.154
Si 9.539 4.096 17.973 0.068 0.011 -0.029
Si 6.758 6.791 17.827 -0.099 0.121 0.062
Si 9.553 9.544 17.615 0.083 0.038 -0.222
Si 6.764 12.177 17.607 -0.05 -0.065 -0.262
Si 9.536 15.039 17.746 -0.067 0.077 -0.049
Si 6.72 17.733 17.687 -0.081 -0.002 -0.102
Si 9.61 20.463 17.826 -0.037 0.036 -0.064
Si 6.92 23.292 17.96 0.122 0.069 -0.039
Si 9.668 25.927 17.967 0.11 -0.071 -0.043
Si 6.826 28.586 17.991 0.045 0.02 -0.014
Si 9.578 31.46 17.723 -0.012 0.07 -0.176
Si 6.909 34.143 17.828 0.103 -0.094 0.017
Si 9.543 36.967 17.817 0.029 -0.021 -0.089
Si 6.779 39.617 17.817 -0.002 -0.038 0.026
Si 9.466 42.587 17.873 -0.018 0.034 0.13
Si 6.799 45.021 17.807 -0.008 0.024 -0.114
Si 9.546 47.893 17.788 0.067 0.03 -0.074
Si 6.854 50.607 17.762 0.009 0.078 -0.22
Si 9.57 53.367 17.978 -0.053 0.084 0.003
Si 6.868 55.975 17.892 0.089 -0.057 -0.074
Si 9.612 58.667 17.781 0.04 -0.091 -0.199
Si 6.83 61.519 17.895 -0.075 0.093 0.104
Si 9.504 64.159 17.93 0.021 -0.041 0.02
Si 12.207 1.401 17.991 -0.009 -0.054 -0.034
Si 15.095 4.166 18.082 -0.028 0.017 0.059
Si 12.271 6.795 17.959 0.098 0.04 -0.039
Si 15 9.552 17.97 -0.054 -0.067 0.027
Si 12.184 12.277 17.599 -0.007 -0.03 -0.192
Si 15.03 15.092 17.713 0.032 -0.046 -0.128
Si 12.174 17.759 17.733 -0.085 -0.025 -0.08
Si 15.143 20.514 17.809 0.1 -0.034 -0.124
Si 12.258 23.258 17.846 -0.101 0.015 -0.113
Si 15.054 26.098 17.857 -0.094 0.126 -0.054
Si 12.358 28.637 17.914 0.184 0.008 -0.09
Si 15.013 31.539 17.809 -0.072 0.099 -0.079
Si 12.19 34.207 17.714 -0.062 -0.027 -0.205
Si 14.949 37.04 17.766 -0.083 0.136 0.02
Si 12.14 39.763 17.801 -0.107 0.084 -0.059
Si 15.012 42.34 17.698 0.071 -0.074 -0.079
Si 12.106 45.129 17.74 -0.136 0.155 -0.033
Si 15.106 47.774 17.685 0.117 -0.08 -0.131
Si 12.164 50.526 17.769 -0.122 -0.029 -0.159
Si 15 53.251 17.982 -0.069 -0.004 0.125
Si 12.29 55.937 18.072 0.081 0.005 0.022
Si 15.023 58.698 17.894 0.05 0.05 -0.058
Si 12.32 61.514 17.963 -0.011 0.078 0.082
Si 14.96 64.24 17.972 -0.207 0.123 0.135
Si 0.043 2.733 19.491 0.081 -0.138 0.249
Si 2.762 0.01 18.969 -0.041 -0.114 0.132
Si -0.068 8.283 19.596 0.036 0.145 0.132
Si 2.799 5.198 19.271 0.163 -0.017 0.282
Si -0.069 13.616 19.013 0.013 0.071 0.23
Si 2.67 10.967 19.002 0.012 0.102 0.183
Si 0.019 19.153 19.299 -0.048 -0.037 0.113
Si 2.698 16.426 19.14 0.127 0.072 0.195
Si -0.036 24.71 19.167 -0.084 -0.01 0.082
Si 2.835 21.858 19.538 0.125 0.006 0.163
Si -0.001 30.182 19.138 0.041 0.001 0.229
Si 2.683 27.328 19.491 -0.214 -0.072 0.137
Si -0.064 35.558 18.968 -0.103 0.064 0.12
Si 2.717 32.812 19.146 -0.088 -0.184 0.232
Si -0.089 40.982 19.173 -0.011 0.079 0.251
Si 2.586 38.213 19.046 0 -0.028 0.099
Si 0.018 46.336 19.069 -0.096 0.07 0.402
Si 2.622 43.673 19.03 0.096 -0.048 0.319
Si 0.016 51.864 19.355 -0.077 0.135 0.09
Si 2.888 49.092 19.197 0.082 -0.085 0.237
Si 0.107 57.342 19.122 0.027 -0.043 0.276
Si 2.759 54.655 19.282 -0.025 0.159 0.219
Si -0.022 62.725 19.137 -0.001 -0.023 0.133
Si 2.727 60.157 19.139 -0.015 -0.07 0.266
Si 5.564 2.685 19.272 0.11 0.213 0.327
Si 8.04 -0.136 19.247 -0.129 -0.009 0.35
Si 5.424 8.127 19.32 0.097 -0.172 0.394
Si 8.102 5.467 19.258 0.043 0.116 0.238
Si 5.357 13.502 18.882 -0.026 -0.066 0.288
Si 8.183 10.857 18.923 -0.081 0.035 0.346
Si 5.364 19.144 18.994 -0.062 -0.206 0.215
Si 8.079 16.421 19.056 0.122 -0.156 0.142
Si 5.637 24.553 19.552 0.151 -0.06 0.204
Si 8.36 21.865 19.221 0.061 0.121 0.24
Si 5.535 29.997 19.406 -0.156 0.069 0.163
Si 8.293 27.229 19.348 0.055 0.086 0.299
Si 5.589 35.685 19.019 0.161 0.012 0.141
Si 8.38 32.776 19.235 -0.144 0.131 0.255
Si 5.425 40.972 19.205 -0.168 0.049 0.186
Si 8.194 38.311 19.219 0.027 0.003 0.196
Si 5.382 46.326 19.079 -0.16 0.03 0.233
Si 8.067 43.869 19.446 0.026 -0.049 0.111
Si 5.509 51.843 19.233 -0.062 -0.054 0.147
Si 8.187 49.269 19.129 0.053 0.236 0.283
Si 5.501 57.473 19.043 0.053 0.005 0.232
Si 8.177 54.689 19.486 -0.094 -0.03 0.196
Si 5.362 62.898 19.253 -0.002 0.067 0.168
Si 8.292 60.056 19.065 -0.11 -0.1 0.214
Si 10.789 2.718 19.456 0.107 -0.096 0.269
Si 13.565 0.06 19.407 0.065 -0.022 0.249
Si 10.817 8.29 19.098 -0.134 -0.037 0.25
Si 13.667 5.545 19.483 -0.082 -0.009 0.051
Si 10.853 13.531 19.029 -0.059 -0.039 0.341
Si 13.424 11.002 19.074 -0.034 -0.015 0.227
Si 10.78 18.977 19.245 -0.123 0 0.231
Si 13.603 16.455 19.007 0.106 0.016 0.266
Si 11.007 24.547 19.433 -0.139 -0.12 0.313
Si 13.683 21.85 19.014 0.017 0.117 0.208
Si 10.878 30.063 19.031 0.032 -0.016 0.247
Si 13.796 27.393 19.434 -0.042 0.141 0.339
Si 10.883 35.537 19.145 0.025 0.007 0.37
Si 13.517 32.917 19.102 -0.001 -0.057 0.303
Si 10.851 41.265 19.203 0.245 -0.051 0.274
Si 13.461 38.408 19.165 0.071 -0.159 0.282
Si 10.731 46.491 19.243 0.182 -0.034 0.197
Si 13.586 43.752 18.879 0.046 -0.094 0.311
Si 10.861 51.862 19.274 -0.092 -0.042 0.203
Si 13.616 49.085 18.873 0.083 -0.028 0.153
Si 10.853 57.347 19.342 -0.035 0.116 0.188
Si 13.598 54.523 19.555 0.287 -0.098 0.301
Si 10.916 62.889 19.388 0.061 0.025 0.282
Si 13.658 60.024 19.311 -0.085 -0.028 0.07
Si 1.886 3.614 20.866 -0.034 -0.083 -0.408
Si 4.095 1.28 20.419 0.025 -0.138 0.212
Si 1.488 9.854 20.646 -0.099 -0.116 -0.224
Si 4.439 6.232 20.593 -0.047 0.134 -0.349
Si 1.555 14.736 20.307 -0.104 -0.097 0.285
Si 3.77 12.508 20.388 0.296 0.083 0.02
Si 1.565 20.239 20.817 0.023 -0.06 0.063
Si 3.838 18.073 20.47 0.075 -0.163 -0.12
Si 1.119 25.978 20.787 0.119 -0.012 -0.069
Si 4.824 22.68 20.856 -0.015 -0.057 0.013
Si 1.555 31.259 20.551 -0.126 0.309 0.131
Si 3.818 28.969 20.804 0.306 0.151 0.172
Si 1.619 36.433 20.339 -0.055 0.025 0.546
Si 4.032 34.441 20.156 -0.035 0.142 0.259
Si 1.538 42.144 20.481 -0.144 -0.12 0.032
Si 3.674 39.817 20.322 -0.028 -0.025 0.208
Si 1.761 47.366 20.326 -0.011 0.075 0.138
Si 3.808 45.103 20.443 -0.039 0.021 0.092
Si 1.107 53.601 20.661 -0.034 -0.099 0.284
Si 4.663 50.034 20.547 -0.122 -0.136 0.145
Si 1.715 58.482 20.465 -0.009 0.037 0.14
Si 3.998 56.365 20.428 -0.059 0.068 0.113
Si 1.548 64.086 20.173 -0.032 0.024 0.247
Si 3.654 61.857 20.524 0.233 -0.086 0.346
Si 6.788 4.185 20.807 0.005 0.059 -0.14
Si 9.44 1.049 20.694 0.142 -0.115 -0.328
Si 7.054 9.51 20.456 -0.043 -0.108 0.031
Si 9.186 7.228 20.406 -0.105 0.188 0.001
Si 7.055 14.552 20.025 -0.154 0.077 0.223
Si 9.288 12.289 20.417 -0.113 0.223 0.118
Si 6.871 20.402 20.226 -0.04 -0.027 0.244
Si 8.871 18.018 20.641 0.003 -0.135 0.003
Si 7.381 25.643 20.929 -0.261 0.245 -0.096
Si 9.504 23.232 20.914 0.031 -0.005 -0.355
Si 7.346 31.097 20.534 0.043 -0.195 0.093
Si 9.51 28.887 20.53 -0.098 -0.097 -0.046
Si 7.232 36.585 20.574 -0.23 0.081 -0.067
Si 9.54 34.341 20.72 0.009 -0.055 -0.161
Si 6.897 42.15 20.683 0.1 -0.163 0.086
Si 9.233 40.082 20.428 0.021 -0.036 0.047
Si 6.757 47.809 20.22 -0.148 0.035 0.32
Si 8.957 45.739 20.798 0.218 0.027 0.303
Si 6.823 53.118 20.727 0.035 -0.081 -0.067
Si 9.109 50.937 20.645 0.203 -0.282 0.014
Si 7.132 58.512 20.395 -0.209 0.235 0.142
Si 9.328 56.316 20.912 0.094 0.032 0.352
Si 6.278 64.555 20.698 -0.034 0.031 -0.26
Si 9.737 61.16 20.527 0.235 -0.074 0.022
Si 12.48 3.894 20.734 0.057 -0.059 -0.081
Si 14.735 1.664 20.809 -0.187 0.031 -0.307
Si 12.132 9.613 20.546 0.035 -0.059 -0.015
Si 14.497 7.364 20.961 0.148 -0.155 0.017
Si 12.398 14.832 20.173 0.101 0.111 0.28
Si 14.559 12.639 20.26 0.103 0.271 0.433
Si 12.506 20.226 20.215 -0.003 0.038 0.313
Si 14.662 18.044 20.443 0.021 -0.207 0.434
Si 12.668 25.704 20.727 0.144 -0.101 0.119
Si 14.775 23.483 20.337 -0.108 -0.142 0.121
Si 12.286 31.303 20.38 0.032 -0.002 0.115
Si 14.812 29.333 20.654 0.115 -0.049 -0.05
Si 12.296 36.8 20.525 0.046 0.062 0.064
Si 14.601 34.668 20.252 0.218 -0.028 0.292
Si 12.575 42.426 20.517 -0.15 0.117 0.021
Si 14.606 39.982 20.495 0.145 -0.103 0.361
Si 12.62 47.477 20.26 -0.206 -0.215 0.308
Si 14.761 45.127 20.312 0.174 -0.109 -0.151
Si 12.473 52.585 20.888 -0.085 -0.158 0.012
Si 14.754 50.465 20.345 0.146 -0.131 0.255
Si 11.976 58.946 20.654 -0.124 0.246 0.08
Si 15.369 55.869 20.546 0.01 -0.099 -0.161
Si 11.88 64.655 20.795 -0.143 -0.02 -0.323
Si 15.024 61.412 20.617 -0.037 0.044 0.136
Si -0.218 -0.331 22.53 0.236 0.007 0.069
Si 5.772 -0.324 26.818 -0.044 -0.151 0.164
Si -3.001 7.778 23.68 0.104 0.142 0.457
Si -0.901 11.885 29.385 -0.098 0.042 -0.21
Si 0.368 14.789 23.122 -0.006 0.118 0.323
Si -0.355 18.006 25.445 -0.033 -0.03 0.175
Si -1.875 16.859 23.321 0.016 0.045 0.237
Si 4.89 17.039 23.155 -0.09 -0.047 0.486
Si 1.742 24.529 23.391 -0.034 0.186 0.327
Si 0.501 27.194 23.357 -0.092 0.07 0.481
Si 4.028 31.629 24.403 -0.01 0.219 0.373
Si -0.322 31.053 22.933 0.107 -0.122 0.21
Si 5.892 34.884 24.645 -0.311 0.044 0.331
Si 3.393 41.069 24.7 -0.071 -0.114 0.265
Si -1.158 45.696 23.741 0.121 -0.021 0.633
Si 5.807 43.912 25.558 -0.011 0.004 0.277
Si -2.251 47.691 25.401 0.098 0.098 0.477
Si 4.838 50.294 26.077 0.014 0.02 0.208
Si 0.467 52.614 25.461 -0.117 -0.131 0.286
Si 2.455 53.402 23.49 -0.225 -0.026 0.447
Si 1.012 58.384 25.105 0.165 -0.234 0.15
Si 3.117 61.605 23.42 0.049 -0.038 0.341
Si 2.315 2.284 25.46 0.106 -0.095 0.389
Si 7.88 2.313 23.109 -0.04 0.041 0.29
Si 5.827 8.963 23.909 0.097 -0.02 0.59
Si 5.673 11.504 22.648 -0.099 0.123 0.218
Si 7.258 9.068 27.812 -0.009 0.03 0.008
Si 2.106 16.751 24.493 -0.085 -0.02 0.255
Si 8.882 16.18 23.367 -0.169 -0.018 0.255
Si 4.43 23.363 23.975 0.034 -0.136 0.573
Si 3.252 28.697 23.676 0.106 -0.083 0.498
Si 8.232 26.615 23.667 -0.006 0.078 0.399
Si 10.908 27.102 22.825 -0.03 0.113 0.223
Si 5.768 32.925 22.391 -0.13 0.121 0.106
Si 6.513 37.615 23.52 0.174 0.029 0.449
Si 4.941 43.291 22.89 -0.125 0.034 0.195
Si 10.311 45.827 23.715 0.058 0.024 0.318
Si 5.117 54.841 22.804 0.06 -0.061 0.149
Si 3.569 50.657 23.412 -0.125 -0.28 0.401
Si 0.872 49.959 24.222 0.112 0.108 0.478
Si 6.448 59.672 23.206 0.103 -0.194 0.359
Si 3.802 58.987 24.752 -0.137 -0.102 0.171
Si 7.619 62.41 22.695 0.127 0.035 -0.007
Si 5.401 2.156 25.178 -0.118 0.038 0.352
Si 14.695 -1.02 26.578 -0.026 -0.067 0.107
Si 11.022 5.912 22.702 -0.057 -0.008 -0.08
Si 15.372 4.687 25.788 0.014 0.018 0.251
Si 10.398 10.804 23.017 -0.059 0.078 0.137
Si 12.432 14.697 26.949 0.087 0.087 0.048
Si 11.781 15.527 22.999 0.184 -0.03 0.292
Si 11.198 21.474 22.824 0.098 -0.045 0.168
Si 13.761 22.238 24.615 0.076 0.12 0.347
Si 16.279 29.222 25.274 0.013 0.049 0.318
Si 11.519 32.972 22.799 0.02 -0.105 0.113
Si 14.539 33.697 22.938 0.266 0.048 0.385
Si 14.029 39.01 23.235 0.259 -0.128 0.504
Si 11.055 38.656 22.657 0 -0.041 0.138
Si 12.594 43.818 23.408 0.124 -0.156 0.244
Si 16.194 43.369 22.688 0.058 0.148 0.35
Si 12.145 48.401 23.202 0.13 -0.131 0.191
Si 10.872 51.154 23.13 -0.044 -0.06 0.121
Si 10.153 56.51 24.039 -0.167 0.172 0.454
Si 9.65 62.346 24.957 0.083 -0.266 0.339
Si 13.767 63.288 22.561 -0.197 -0.203 0.311
Si 3.714 -2.086 25.64 -0.107 -0.022 0.23
Si 9.518 1.741 25.634 0.052 -0.231 0.436
Si 1.186 4.603 23.807 0.104 -0.005 0.457
Si 0.058 7.231 27.136 0.002 0.055 0.1
Si -1.989 10.613 24.515 -0.063 -0.001 0.299
Si 2.754 15.638 27.163 -0.058 0.014 -0.284
Si 3.646 21.281 25.939 -0.071 -0.034 0.343
Si 3.912 22.699 28.536 -0.096 0.019 -0.001
Si 1.247 22.347 31.771 -0.13 0.05 -0.413
Si 8.53 21.914 26.475 -0.105 -0.069 0.077
Si 3.521 26.752 28.863 -0.113 -0.069 -0.218
Si 3.253 29.651 28.806 0.062 0.05 -0.219
Si 1.4 36.43 23.316 -0.184 -0.086 0.283
Si -1.227 36.317 27.629 0.104 -0.033 -0.213
Si 3.675 38.589 23.168 -0.216 0.078 0.337
Si 5.729 45.325 28.115 -0.032 0.231 0.104
Si 8.465 51.288 28.385 0.032 0.036 0.007
Si 8.431 56.894 26.443 0.082 0.052 0.289
Si 5.639 59.292 29.033 0.046 -0.08 -0.304
Si 0.545 60.306 22.825 0.171 -0.136 0.261
Si 1.057 65.121 25.322 0.033 -0.052 0.434
Si 2.226 7.267 25.154 -0.057 0.026 0.441
Si 8.234 3.779 27.197 -0.082 0.157 0.084
Si 3.414 8.079 22.478 -0.103 0.147 0.29
Si 8.249 10.893 32.34 -0.072 -0.063 -0.212
Si 6.748 16.54 31.766 -0.331 -0.027 -0.409
Si 7.194 18.253 24.707 -0.082 0.022 0.176
Si 6.462 14.517 22.888 -0.042 0.072 0.205
Si 9.751 19.65 24.796 -0.095 -0.06 0.472
Si 7.023 24.431 25.642 0.034 -0.091 0.262
Si 10.466 28.43 28.03 -0.033 0.013 -0.057
Si 6.212 32.52 26.41 -0.001 0.071 -0.1
Si 10.667 30.383 30.435 -0.12 -0.088 -0.348
Si 6.324 34.073 30.317 -0.107 0.004 -0.216
Si 7.581 37.926 27.156 -0.042 0.029 0.086
Si 8.893 39.2 24.792 -0.161 0.114 0.294
Si 5.993 41.629 30.324 -0.09 -0.203 -0.353
Si 5.375 39.744 26.904 -0.016 -0.099 -0.022
Si 7.618 49.042 26.789 -0.039 -0.019 0.004
Si 9.232 46.488 26.53 0.113 0.087 0.095
Si 9.141 59.157 24.852 0.055 0.196 0.299
Si 4.173 57.353 27.252 0.061 -0.033 0.013
Si 8.862 64.567 26.743 0.043 -0.079 0.113
Si 11.867 2.556 27.717 -0.136 -0.141 -0.082
Si 14.892 2.088 27.131 0.031 -0.143 0.04
Si 9.876 5.909 25.414 -0.041 0.121 0.293
Si 16.286 11.727 22.61 -0.053 0.051 0.165
Si 8.627 8.853 24.918 -0.165 -0.074 0.298
Si 15.042 15.949 27.602 0.015 0.036 -0.189
Si 11.149 18.4 29.796 0.253 0.071 -0.56
Si 16.352 22.071 22.748 -0.263 0.008 0.101
Si 17.224 20.452 26.988 -0.011 0.02 0.107
Si 14.547 21.824 27.442 0.099 -0.143 0.1
Si 11.318 31.447 25.581 0.042 -0.275 0.203
Si 14.132 30.703 27.19 0.029 0.016 -0.174
Si 8.844 32.539 30.374 -0.14 -0.144 -0.159
Si 15.096 36.395 24.515 0.195 0.138 0.026
Si 11.52 37.278 32.336 -0.117 0.12 -0.371
Si 14.311 41.67 24.639 -0.072 -0.034 0.18
Si 15.101 41.61 27.719 -0.102 -0.089 -0.006
Si 16.041 48.224 22.292 -0.156 0.181 0.311
Si 13.731 50.073 27.095 0.015 0.013 0.011
Si 13.847 53.017 26.216 0.212 -0.112 0.129
Si 13.715 57.201 22.676 0.047 0.06 0.304
Si 14.793 57.168 25.391 0.274 -0.177 0.374
Si 12.866 66.786 30.039 -0.082 -0.195 -0.263
Si 12.659 62.628 25.163 -0.101 -0.147 0.453
Si -1.716 2.912 31.545 0.07 0 -0.419
Si 0.749 -0.702 31.053 -0.139 -0.011 -0.263
Si -0.701 5.737 31.575 0.201 -0.183 -0.319
Si 1.534 6.297 29.556 0.038 0.117 -0.118
Si -1.888 9.654 27.469 -0.055 0.143 -0.084
Si 4.087 10.915 31.37 -0.034 0.061 -0.277
Si -3.588 13.65 29.841 0.159 0.113 -0.371
Si -0.596 32.237 31.354 0.134 -0.111 -0.409
Si 2.557 24.469 30.328 -0.281 0.177 -0.385
Si -4.99 39.533 30.235 -0.313 0.099 -0.395
Si 4.442 32.366 28.939 -0.099 0.111 -0.112
Si 1.331 36.729 29.125 0.082 0.023 -0.444
Si -3.635 45.977 29.836 0.096 -0.141 -0.34
Si 1.794 41.462 27.148 -0.106 -0.005 -0.112
Si 1.559 49.077 29.518 -0.019 -0.068 -0.372
Si 2.58 46.844 31.906 0.078 -0.07 -0.307
Si -1.413 57.252 28.403 -0.051 -0.077 -0.156
Si 6.672 52.688 26.493 0.016 -0.062 0.094
Si -1.48 60.181 29.372 0.056 -0.198 -0.574
Si 1.459 57.913 28.078 0 -0.02 -0.033
Si 5.795 -0.256 29.732 -0.076 0.04 -0.382
Si 8.662 3.24 31.652 0.164 -0.264 -0.336
Si 5.376 4.388 27.153 -0.095 0.019 0.124
Si 2.932 15.559 29.931 0.017 -0.038 -0.218
Si 4.873 7.504 26.572 0.046 0.087 0.188
Si 8.19 15.917 28.18 -0.007 -0.035 -0.153
Si 6.179 19.857 27.041 -0.03 0.015 -0.031
Si 6.067 24.763 28.708 -0.124 0.021 -0.132
Si 2.7 28.238 26.416 0.015 -0.1 0.119
Si 12.873 26.709 28.256 0.041 -0.165 -0.09
Si 2.88 34.4 24.881 -0.088 0.033 0.159
Si 9.044 32.705 27.352 0.052 -0.035 -0.106
Si 7.755 41.721 26.188 0.168 -0.103 0.073
Si 8.124 35.261 28.407 0.03 0.17 -0.251
Si 8.512 43.939 28.262 0.074 0.08 -0.133
Si 1.912 50.392 26.893 0.028 0.006 0.178
Si 12.892 47.852 32.264 0.106 -0.171 -0.282
Si 8.673 56.066 29.534 -0.023 0.233 -0.329
Si 9.104 51.372 25.671 -0.044 -0.092 0.177
Si 3.912 61.749 28.272 -0.054 -0.112 -0.234
Si 8.339 59.042 30.237 -0.014 -0.003 -0.318
Si 10.13 4.25 29.315 -0.012 0.014 -0.151
Si 11.994 -2.851 30.116 -0.026 0.071 -0.349
Si 9.533 7.415 29.436 -0.016 0.064 -0.493
Si 12.873 6.297 26.341 -0.082 -0.001 0.189
Si 6.639 11.382 29.869 -0.192 0.048 -0.199
Si 12.255 12.868 24.456 0.123 0.132 0.293
Si 10.507 17.22 26.848 0.079 -0.026 0.116
Si 10.343 25.906 29.517 0.089 -0.005 -0.178
Si 12.58 21.277 29.711 -0.024 -0.06 -0.463
Si 9.986 28.692 24.986 -0.009 0.073 0.277
Si 17.325 29.53 30.634 0.062 -0.02 -0.504
Si 12.524 42.108 31.508 -0.021 0.171 -0.451
Si 12.032 47.713 27.353 0.036 -0.112 0.04
Si 14.535 51.481 29.795 0.136 -0.065 -0.251
Si 12.923 55.129 24.463 0.097 -0.226 0.537
Si 13.965 54.237 29.075 0.176 -0.14 -0.275
Si 12.443 61.2 27.837 -0.142 -0.086 -0.235
Si 11.268 59.916 30.067 -0.363 0.102 -0.435
Si 6.382 4.439 32.545 -0.003 0.091 -0.435
Si 1.041 11.005 31.633 0.137 0.04 -0.505
Si 2.727 3.717 28.256 -0.08 -0.006 0.066
Si 0.868 14.109 28.548 0.088 -0.061 -0.064
Si 2.434 8.531 31.448 0.125 0.005 -0.281
Si 2.269 20.374 29.686 -0.048 0.133 -0.276
Si 2.357 18.047 31.649 0.07 -0.035 -0.398
Si 3.886 23.273 32.595 -0.016 0.052 -0.182
Si -0.797 33.335 28.348 0.048 -0.017 -0.367
Si 3.489 28.889 32.445 -0.09 -0.161 -0.298
Si -0.721 37.477 31.45 0.014 0.206 -0.368
Si 1.177 44.05 31.467 -0.131 0.234 -0.286
Si 3.038 41.437 31.309 0.182 0.18 -0.4
Si 4.252 47.485 29.727 -0.094 -0.14 -0.196
Si 2.931 39.416 28.829 0.044 -0.06 -0.296
Si 2.732 50.198 31.815 -0.1 -0.007 -0.289
Si 5.499 49.622 31.487 -0.056 0.023 -0.275
Si -1.622 60.814 32.476 0.012 0.153 -0.283
Si 7.063 54.54 31.49 -0.116 0.142 -0.319
Si 2.818 62.549 31.015 -0.073 -0.053 -0.424
Si 6.127 60.197 31.652 0.136 -0.222 -0.256
Si 5.997 1.869 31.522 -0.011 -0.116 -0.437
Si 8.679 -0.683 29.642 0.07 0.015 -0.27
Si 8.188 14.122 30.404 -0.026 -0.113 -0.374
Si 10.492 7.041 32.34 -0.255 -0.012 -0.32
Si 5.242 15.537 28.262 -0.016 -0.19 -0.124
Si 10.492 12.556 31.779 -0.003 -0.174 -0.565
Si 9.581 17.72 32.369 0.012 0.112 -0.202
Si 7.896 25.732 31.197 0.142 -0.024 -0.356
Si 10.661 23.19 28.119 0.072 -0.067 -0.017
Si 6.416 28.181 32.286 0.175 -0.122 -0.114
Si 7.706 36.385 31.197 -0.093 0.179 -0.361
Si 7.161 42.886 32.624 -0.205 -0.013 -0.209
Si 10.554 44.161 30.478 0.324 -0.128 -0.444
Si 9.292 45.143 32.796 0.047 0.051 -0.455
Si 7.684 51.749 31.168 -0.103 -0.164 -0.28
Si 12.534 52.909 31.345 0.094 -0.199 -0.42
Si 10.101 54.466 31.548 -0.008 0.084 -0.545
Si 5.898 55.586 25.742 0.023 -0.017 0.328
Si 7.064 63.169 31.373 0.235 0.048 -0.335
Si 14.601 -1.379 29.619 -0.131 0.052 -0.245
Si 16.95 1.984 29.649 0.007 0.066 -0.357
Si 12.416 8.212 28.624 -0.13 0.07 -0.187
Si 13.463 7.858 31.499 0.01 0.185 -0.395
Si 6.38 18.007 29.212 -0.085 0.097 -0.219
Si 13.663 16.586 30.144 -0.104 -0.121 -0.408
Si 12.95 21.809 32.735 -0.153 0.14 -0.056
Si 15.788 17.494 32.33 -0.103 -0.073 -0.128
Si 12.415 28.591 32.003 -0.02 -0.104 -0.149
Si 13.124 24.115 26.635 -0.011 0.17 0.058
Si 10.949 34.427 31.582 -0.174 -0.279 -0.242
Si 14.51 28.595 29.572 0.245 0.002 -0.352
Si 8.14 39.18 30.054 0.142 0.003 -0.255
Si 18.501 34.168 27.81 -0.001 0.018 -0.206
Si 14.037 38.821 29.1 -0.114 0.173 -0.401
Si 12.703 32.212 31.611 -0.256 -0.035 -0.175
Si 20.726 42.948 27.991 -0.238 0.029 0.022
Si 15.651 49.205 31.395 0.006 0.03 -0.335
Si 14.77 43.726 29.998 -0.061 0.123 -0.265
Si 17.91 60.5 29.296 0.015 -0.105 -0.249
Si 10.782 65.28 31.523 -0.036 -0.017 -0.469
Si 12.476 58.764 32.519 -0.251 -0.064 -0.369
O 0.308 -0.062 -1.839 -0.215 -0.133 0.438
O 1.594 -1.644 -0.354 -0.076 -0.015 -0.266
O 3.805 1.794 -0.42 0.333 0.027 0.407
O 1.737 3.996 -0.476 -0.226 0.287 0.415
O 0.068 5.947 -1.345 0.348 -0.258 0.218
O 4.1 7.082 0.036 0.351 0.034 -0.171
O 2.293 8.396 -1.28 -0.163 -0.194 0.448
O -0.164 11.738 -3.518 -0.172 0.394 0.143
O -3.506 9.461 -6.659 0.016 0.018 -0.085
O 1.669 14.747 -0.31 -0.305 0.321 0.76
O 3.693 12.799 -0.262 0.088 -0.282 0.175
O -0.226 16.12 -1.246 0.025 0.031 0.15
O -0.352 15.187 -5.726 -0.117 0.295 0.205
O 3.029 18.458 -1.266 -0.018 0.103 0.462
O 2.842 19.087 -3.857 0.048 -0.184 0.335
O 1.163 26.072 -0.345 0.297 0.019 0.335
O 0.072 22.187 -1.452 0.052 -0.377 0.514
O 1.347 20.292 -0.242 0.165 -0.017 0.14
O 3.444 24.445 -0.715 0.196 -0.068 -0.04
O -0.404 28.638 -4.101 0.089 -0.203 0.132
O 1.48 19.862 -5.991 -0.219 0.037 -0.002
O 1.387 31.512 -0.301 -0.176 0.197 0.27
O 3.462 30.326 -1.137 0.071 0.412 -0.055
O 0.658 33.422 -6.732 -0.035 0.103 -0.209
O -0.169 33.108 -1.664 -0.067 -0.066 0.687
O 1.899 36.499 -0.603 -0.12 -0.051 0.38
O 4.017 34.188 -0.463 -0.091 -0.195 0.144
O -1.661 38.545 -3.759 0.344 -0.007 0.63
O 0.062 38.256 -1.663 0.249 0.181 0.142
O 4.681 41.405 -3.071 -0.123 -0.195 0.314
O 2.613 40.953 -1.535 0.146 -0.423 0.354
O 2.356 42.935 -3.254 0.34 -0.126 0.32
O 0.701 43.75 -1.33 0.263 -0.089 0.353
O 4.212 45.152 -0.048 -0.087 -0.212 0.493
O 2.325 46.611 -0.872 -0.186 -0.238 0.185
O -0.081 43.768 -3.89 0.071 -0.283 -0.157
O -0.056 49.06 -1.469 -0.046 -0.079 0.29
O 4.296 50.666 -2.506 -0.113 0.272 0.532
O 2.061 51.256 -1.482 0.033 0.164 0.164
O 0.912 53.575 -0.651 0.175 0.156 0.086
O -1.132 55.727 -0.639 -0.157 0.033 0.312
O 1.714 58.411 -0.622 -0.081 0.445 0.439
O 3.887 56.416 -0.679 0.322 -0.038 0.455
O -0.179 60.237 -1.368 -0.007 0.261 0.13
O -2.849 59.888 -1.359 0.158 -0.09 0.549
O 3.357 62.391 -1.776 -0.006 0.061 0.608
O 3.891 62.537 -4.607 0.252 -0.046 0.474
O 5.948 0.851 -1.53 -0.213 -0.385 0.139
O 8.291 -2.129 -4.019 -0.082 0.108 0.316
O 9.087 2.684 -1.203 -0.088 -0.06 0.278
O 6.865 3.85 -0.328 -0.288 -0.043 0.257
O 7.771 4.639 -2.648 -0.298 0.164 -0.15
O 5.587 5.793 -1.458 0.014 -0.155 0.22
O 3.82 9.32 -3.287 0.072 -0.212 0.238
O 10.003 7.924 -0.721 0.17 0.13 -0.077
O 2.581 11.613 -2.911 -0.059 0.062 0.237
O 4.912 11.02 -1.55 0.358 0.139 0.525
O 7.99 12.272 -1.13 0.172 0.481 0.111
O 6.888 14.645 -0.304 0.236 0.126 0.163
O 6.962 20.553 -0.613 -0.009 -0.105 0.572
O 1.837 14.317 -4.464 -0.206 -0.142 -0.127
O 9.221 19.028 -1.055 -0.122 0.343 0.068
O 5.588 16.468 -1.425 -0.178 0.261 0.186
O 5.251 22.495 -1.334 0.047 0.3 0.019
O 7.121 21.16 -7.545 -0.243 -0.151 0.113
O 7.729 24.941 -1.717 0.164 0.116 0.552
O 9.451 23.35 -0.446 0.107 -0.125 -0.083
O 6.095 27.119 -0.832 -0.061 0.045 -0.11
O 3.552 27.825 -0.63 0.075 -0.231 0.02
O 7.27 29.511 -1.554 0.128 0.342 0.12
O 7.326 27.281 -3.076 -0.302 0.119 0.158
O 6.186 31.856 -0.563 0.221 -0.039 -0.033
O 8.239 35.891 -1.672 -0.124 0.116 0.328
O 6.453 37.321 -0.448 0.141 -0.119 -0.02
O 4.438 39.299 -0.477 0.159 0.033 0.371
O 7.409 41.433 -1.015 -0.151 0.022 0.171
O 9.44 39.999 -0.294 0.127 -0.03 0.528
O 4.499 39.529 -6.045 -0.063 0.162 0.22
O 5.859 43.592 -1.072 -0.021 -0.394 0.207
O 9.843 45.38 -3.052 -0.167 0.38 0.369
O 8.327 46.393 -1.172 -0.097 -0.092 0.315
O 6.892 47.756 0.541 0.135 0.07 0.05
O 5.7 48.721 -1.516 -0.007 0.005 0.511
O 9.762 50.265 -0.42 -0.242 0.247 0.206
O 8.284 51.864 -1.681 0.224 0.063 0.188
O 6.68 53.033 -3.365 -0.21 0.056 0.316
O 5.961 55.046 -1.744 -0.305 0.073 0.391
O 8.891 57.524 -4.132 0.19 0.005 0.358
O 9.232 56.548 -0.278 -0.028 -0.311 0.266
O 7.1 58.494 -0.185 0.039 0.548 0.18
O 5.44 60.207 -1.234 0.056 0.179 0.273
O 7.642 63.225 -1.424 0.363 0.264 0.411
O 9.573 61.377 -0.6 -0.014 -0.14 0.599
O 9.542 0.24 -3.683 0.052 0.171 0.086
O 10.385 -0.264 -1.26 0.075 -0.142 0.333
O 15.952 -1.628 -3.879 0.02 -0.296 -0.17
O 14.325 2.252 -1.347 -0.257 0.239 0.398
O 12.383 4.013 -0.532 0.199 0.016 0.115
O 10.379 5.517 -1.412 0.115 -0.126 -0.101
O 14.751 6.955 -3.208 0.078 -0.076 -0.304
O 13.962 8.751 -1.58 -0.141 0.061 0.312
O 12.192 10.099 -0.387 0.254 0.021 0.118
O 10.936 12.454 -0.985 0.123 0.135 0.508
O 12.704 14.916 -0.451 -0.246 0.113 0.187
O 16.994 11.092 -1.145 -0.275 0.291 0.284
O 6.775 15.11 -6.472 -0.206 0.209 -0.074
O 10.781 16.781 -1.356 -0.146 -0.18 0.299
O 13.292 20.362 -0.945 0.212 -0.36 -0.11
O 15.051 18.438 -0.918 -0.152 -0.206 -0.029
O 13.223 21.718 -3.207 0.171 -0.132 0.237
O 11.352 21.97 -1.299 0.052 -0.054 -0.174
O 13.784 23.093 -0.971 0.056 -0.025 0.312
O 12.366 25.289 -0.299 0.028 0.283 0.095
O 11.844 27.274 -1.592 -0.076 -0.233 -0.131
O 11.948 31.401 -3.946 0.196 0.137 0.19
O 13.282 29.523 -1.327 0.482 0.45 -0.105
O 15.415 28.204 -0.453 -0.178 -0.01 0.226
O 10.388 34.002 -1.272 0.034 -0.026 0.45
O 12.002 31.906 -1.272 0.252 -0.084 0.433
O 6.266 35.55 -3.302 0.151 -0.068 -0.203
O 11.064 36.031 -2.961 -0.204 0.006 0.055
O 10.292 37.774 -1.097 0.078 -0.268 -0.144
O 8.575 35.964 -4.511 0.065 0.143 0.326
O 13.034 41.201 -1.575 0.24 -0.283 0.313
O 14.877 36.238 -2.16 -0.466 -0.538 0.326
O 12.072 42.832 -0.031 0.042 -0.14 0.351
O 10.49 45.032 -0.445 -0.127 -0.103 -0.225
O 15.044 45.171 -0.402 -0.006 0.258 0.685
O 13.288 47.156 -0.678 0.163 -0.314 0.005
O 11.684 48.872 -1.598 -0.305 -0.162 0.25
O 14.144 48.573 -2.858 -0.378 0.266 -0.016
O 13.145 52.756 -1.469 0.026 0.02 0.74
O 14.795 50.806 -0.481 0.051 -0.382 0.239
O 10.9 53.034 -2.955 -0.065 0.197 0.153
O 10.964 55.228 -1.632 -0.167 0.205 0.356
O 13.213 57.353 -1.435 0.08 -0.299 0.003
O 13.956 60.976 -5.992 0.138 0.045 -0.17
O 11.132 59.163 -0.974 -0.152 -0.194 0.333
O 14.471 62.3 -1.248 0.233 -0.061 0.215
O 12.482 64.021 -0.552 -0.028 -0.087 0.17
O 3.014 2.372 21.237 -0.124 -0.006 0.11
O 1.302 4.508 22.171 0.069 -0.172 -0.276
O 5.806 1.261 26.49 0.272 0.27 0.149
O 6.48 1.941 23.943 0.053 -0.417 -0.217
O 1.043 11.023 21.729 0.038 -0.085 -0.034
O 0.327 13.173 23.202 0.163 -0.168 -0.076
O 3.45 6.573 21.891 0.045 -0.156 -0.018
O 3.237 7.563 26.427 -0.044 0.001 -0.089
O -1.683 17.985 24.509 -0.032 -0.202 -0.167
O 0.702 15.297 21.612 0.274 0.262 -0.249
O 4.312 11.807 21.794 -0.105 0.087 -0.104
O 2.731 13.701 20.909 -0.144 -0.191 -0.586
O 2.745 19.104 21.24 -0.109 0.102 -0.172
O 4.664 20.101 26.462 -0.018 -0.016 -0.262
O 3.351 17.242 23.617 0.096 0.053 -0.014
O 4.832 17.318 21.557 -0.026 0.103 -0.092
O 1.965 24.942 21.806 0.151 0.18 -0.279
O 0.061 26.84 21.801 0.19 -0.174 -0.347
O 4.673 23.315 22.377 -0.166 0.157 -0.403
O 3.142 24.35 24.205 -0.05 0.044 0.092
O 2.703 30.177 21.053 0.304 -0.223 0.099
O 0.809 31.744 21.966 0.286 -0.244 -0.502
O 3.255 30.223 24.263 -0.046 0.007 -0.292
O 4.255 28.518 22.391 0.155 0.178 -0.418
O 0.836 36.633 21.796 -0.148 0.178 -0.284
O -1.655 36.345 26.081 -0.022 0.164 -0.098
O 2.888 35.449 20.845 0.028 0.168 -0.421
O 5.122 33.87 21.249 0.008 0.152 0.238
O 1.09 42.706 21.988 0.127 0.033 -0.19
O 2.667 41.007 20.905 -0.072 -0.008 -0.522
O 4.057 38.871 21.618 0.175 -0.028 -0.222
O 5.098 38.318 23.895 0.029 -0.169 -0.093
O 1.089 48.073 21.633 0.078 -0.082 0.145
O 2.817 46.289 21.057 -0.027 0.268 -0.3
O 4.168 44.148 21.749 0.241 -0.207 -0.207
O 5.337 44.363 24.073 0.124 0.108 -0.217
O 0.113 51.401 24.409 -0.281 -0.047 -0.077
O 1.33 53.76 24.65 0.313 0.103 -0.338
O 4.28 50.762 21.975 0.167 0.228 -0.413
O 3.297 52.127 24.055 -0.125 0.194 -0.236
O 1.24 59.185 21.874 0.076 -0.148 -0.102
O 2.82 57.372 21.037 0.041 -0.089 -0.413
O 3.568 54.549 23.241 0.035 0.176 0.115
O 5.014 56.03 21.7 -0.036 0.27 -0.237
O 2.684 63.158 20.962 -0.159 -0.206 -0.187
O 0.643 64.997 21.196 -0.136 -0.073 -0.307
O 3.278 60.509 24.623 0.069 0.408 -0.334
O 3.963 61.246 22.062 0.032 0.042 -0.405
O 7.533 3.689 22.244 0.031 0.118 -0.406
O 5.613 5.262 21.288 -0.131 0.371 -0.366
O 8.333 1.27 21.929 -0.126 -0.039 -0.119
O 9.23 2.26 24.096 -0.158 0.322 -0.245
O 5.481 10.572 24.008 -0.152 0.11 0.055
O 6.645 10.639 21.639 0.351 0.046 -0.079
O 8.172 8.404 21.067 0.169 -0.248 -0.269
O 9.945 6.516 21.663 -0.033 -0.179 0.061
O 6.147 14.918 21.351 -0.137 0.314 -0.093
O 5.442 15.566 23.655 0.289 0.199 0.021
O 9.467 11.648 21.957 0.1 0.518 -0.574
O 12.358 14.071 23.389 0.229 -0.079 -0.166
O 5.891 21.399 21.166 -0.081 0.482 -0.195
O 7.802 19.253 21.048 0.403 -0.236 -0.121
O 8.038 16.877 24.581 -0.089 -0.287 0.081
O 8.996 17.151 22.054 0.37 -0.03 -0.213
O 3.543 27.839 25.062 0.071 -0.117 -0.253
O 7.193 26.505 22.386 -0.056 0.044 -0.235
O 10.04 22.578 22.383 -0.22 0.357 -0.106
O 8.27 24.28 21.313 0.053 0.178 -0.238
O 8.409 29.964 21.183 -0.392 0.369 -0.633
O 6.926 31.919 21.892 -0.106 -0.054 0.106
O 10.427 28.257 21.756 -0.292 0.044 -0.185
O 12.182 26.308 22.21 0.102 0.187 -0.17
O 6.556 37.188 21.952 0.111 -0.043 -0.358
O 8.341 35.441 21.094 -0.269 0.333 -0.184
O 10.284 33.886 22.174 -0.051 0.331 -0.378
O 6.214 42.586 22.14 -0.102 -0.324 -0.343
O 8.071 41.052 21.152 0.092 -0.094 -0.463
O 10.079 39.505 21.699 0.046 -0.154 0.028
O 7.758 46.872 21.194 0.2 -0.66 -0.743
O 5.73 48.833 21.074 0.101 0.562 -0.331
O 11.31 44.578 24.056 -0.262 -0.117 -0.376
O 15.016 39.234 21.945 0.212 -0.012 -0.465
O 5.962 53.623 22.08 0.053 -0.17 -0.211
O 4.43 49.853 24.55 0.045 0.061 -0.375
O 9.826 50.459 22.065 0.009 0.093 -0.259
O 7.957 51.999 21.239 0.05 0.003 -0.224
O 6.554 61.314 23.307 -0.046 0.352 -0.278
O 6.412 59.321 21.628 -0.31 0.234 -0.048
O 8.156 57.46 21.177 -0.058 -0.165 -0.303
O 10.177 51.69 24.512 0.465 0.016 -0.189
O 6.869 63.69 22.003 -0.179 0.253 0.224
O 5.127 65.724 21.185 -0.307 0.006 -0.438
O 8.66 61.678 21.665 -0.017 0.381 -0.122
O 8.568 62.946 23.91 -0.205 0.315 -0.109
O 13.584 2.776 21.332 0.059 -0.026 -0.287
O 11.868 4.673 22.064 -0.174 -0.157 -0.188
O 15.37 1.058 22.229 0.222 0.1 0.04
O 17.293 -0.27 23.726 0.152 0.082 -0.276
O 13.368 8.568 20.877 0.361 -0.193 0.284
O 11.456 10.035 22.018 0.574 -0.268 -0.242
O 13.44 7.406 25.281 0.052 -0.117 -0.246
O 14.561 7.164 22.654 0.177 0.09 -0.517
O 11.054 11.88 24.041 -0.339 -0.455 -0.069
O 11.502 15.532 21.398 -0.125 -0.219 -0.452
O 14.979 11.88 21.662 -0.243 -0.384 -0.207
O 13.614 13.893 20.845 -0.161 -0.175 -0.565
O 11.846 21.139 21.392 0.101 0.225 -0.386
O 13.585 19.208 20.97 -0.058 0.277 -0.35
O 15.096 17.366 21.888 0.239 0.174 -0.348
O 13.726 24.475 21.189 0.1 0.074 -0.531
O 15.758 22.706 21.386 0.284 -0.202 -0.287
O 13.871 21.354 26.009 -0.233 -0.211 -0.049
O 13.41 30.178 20.78 0.026 -0.235 0.165
O 11.574 31.653 21.84 0.007 -0.491 -0.335
O 15.815 27.942 24.33 0.052 -0.111 -0.333
O 15.467 29.741 22.149 0.155 -0.54 -0.303
O 11.406 37.219 21.911 -0.009 -0.365 -0.224
O 13.619 35.858 20.936 0.023 -0.184 -0.507
O 14.995 32.195 23.402 -0.061 -0.125 -0.177
O 15.349 33.988 21.557 -0.169 0.199 -0.082
O 12.256 43.388 21.855 -0.195 -0.183 -0.425
O 12.504 39.36 22.802 -0.331 0.57 -0.149
O 13.679 41.284 21.005 -0.123 -0.088 -0.679
O 14.12 37.476 23.784 -0.151 0.003 -0.611
O 11.074 47.261 23.63 -0.047 0.144 0.09
O 12.262 48.376 21.591 -0.016 0.246 -0.215
O 13.836 44.88 23.598 -0.014 -0.013 -0.295
O 13.539 46.178 20.798 0.108 0.235 -0.461
O 11.646 52.405 22.371 0.387 0.32 -0.241
O 9.882 55.994 22.502 -0.26 -0.379 -0.769
O 15.166 49.288 21.44 -0.07 0.113 0.063
O 13.738 51.52 21.133 -0.109 0.155 -0.277
O 10.875 60.105 21.228 -0.038 -0.123 -0.451
O 12.574 58.126 21.978 0.021 0.221 -0.268
O 15.005 57.022 21.702 0.086 0.117 -0.121
O 16.43 54.758 21.212 -0.195 0.14 -0.654
O 10.664 65.705 21.259 0.114 0.178 0.03
O 12.487 64.266 22.293 0.032 -0.077 0.385
O 13.87 62.48 21.151 0.014 -0.067 0.022
O 15.604 60.804 22.066 -0.294 -0.031 -0.61
O -0.297 -1.257 25.83 0.23 -0.274 0.08
O -1.278 -1.514 22.858 0.038 -0.23 0.357
O 4.849 -0.935 25.632 -0.045 0.247 -0.051
O 3.805 1.842 24.9 0.203 -0.419 -0.197
O -0.347 4.944 24.322 -0.233 -0.288 -0.231
O -2.635 4.991 25.94 -0.166 0.338 -0.012
O 2.15 5.726 24.566 0.114 -0.166 -0.102
O -1.199 8.197 27.385 0.153 -0.041 -0.152
O 1.733 14.36 27.171 -0.021 0.059 0.109
O -0.517 10.737 23.831 -0.048 0.144 0.039
O -1.027 15.484 23.644 0.239 0.04 0.195
O 1.603 15.258 24.091 -0.006 -0.196 -0.066
O -0.149 19.382 26.254 -0.253 0.119 -0.207
O -0.479 16.811 26.554 0.155 -0.142 -0.165
O 6.799 18.554 26.264 0.192 -0.124 -0.072
O 0.806 20.755 22.243 0.363 0.156 -0.392
O 2.703 22.145 32.509 0.307 -0.063 0.451
O 4.898 25.908 28.73 0.238 -0.201 -0.081
O 0.92 25.775 24.077 -0.075 0.133 -0.215
O 0.928 23.123 23.514 -0.022 0.012 -0.049
O 3.868 28.253 29.375 -0.061 0.113 0.266
O 2.984 32.77 24.946 0.034 -0.216 -0.139
O -1.315 29.774 26.238 0.092 0.066 -0.135
O 1.148 28.661 26.136 -0.082 -0.136 -0.083
O 1.766 34.896 23.795 -0.109 0.031 -0.311
O 0.218 36.931 24.321 -0.054 -0.159 -0.055
O 2.736 37.312 23.465 0.226 -0.247 -0.069
O 2.849 39.853 23.775 -0.236 -0.176 -0.4
O -1.088 44.012 21.445 -0.446 0.539 -0.14
O 2.743 47.949 29.209 -0.185 -0.117 -0.313
O 6.004 45.254 26.485 0.047 -0.025 -0.104
O 4.384 44.475 28.532 -0.11 0.048 -0.187
O -0.96 46.717 22.473 -0.115 0.148 -0.17
O -0.2 48.858 23.776 0.097 -0.213 -0.518
O 2.091 50.023 23.147 0.027 0.166 -0.069
O 1.757 53.009 22.069 -0.207 0.037 -0.407
O -0.931 53.221 26.039 0.311 0.346 0.068
O 4.465 56.018 26.366 -0.047 0.013 -0.253
O 1.373 51.932 26.665 0.008 0.242 0.003
O 0.29 59.609 24.293 -0.282 0.28 -0.009
O -0.003 57.092 25.074 -0.062 -0.205 0.096
O 3.705 62.943 24.125 0.229 0.122 -0.272
O 1.516 61.611 23.053 -0.047 0.105 0.164
O 7.24 -1.003 26.724 -0.176 -0.05 -0.25
O 1.434 0.975 25.924 0.192 0.212 0.204
O 1.604 3.099 24.262 0.054 0.001 -0.39
O 0.785 7.73 25.762 0.179 0.246 -0.232
O 5.425 3.721 25.662 0.102 0.101 -0.264
O 5.005 8.459 22.6 0.081 0.444 -0.11
O 5.371 8.006 25.126 0.112 0.227 -0.514
O 6.213 12.943 23.221 -0.043 -0.12 -0.309
O 7.404 12.822 29.783 -0.093 0.307 -0.045
O 6.984 10.514 28.528 0.172 -0.073 -0.007
O 5.83 18.197 23.831 0.02 0.297 0.027
O 2.531 16.763 26.051 0.375 0.173 -0.139
O 10.408 15.84 23.825 -0.076 0.295 0.236
O 8.234 19.407 24.223 -0.251 0.158 -0.116
O 5.688 23.961 24.83 -0.312 0.034 -0.479
O 4.065 21.829 24.467 0.13 -0.033 -0.345
O 9.671 26.049 23.091 0.023 0.263 -0.149
O 7.654 25.744 24.916 0.105 0.105 -0.312
O 1.787 28.196 23.167 -0.042 -0.14 -0.074
O 5.373 31.591 25.35 0.009 0.073 0.08
O 7.824 32.237 26.357 0.046 0.196 -0.192
O 11.203 27.807 24.293 0.105 -0.217 -0.047
O 4.514 32.043 22.916 -0.089 -0.025 -0.258
O 6.467 33.858 23.52 0.225 -0.189 -0.204
O 6.678 36.3 24.504 -0.124 -0.144 -0.072
O 7.679 38.72 23.81 -0.156 0.152 -0.101
O 4.077 42.148 23.692 0.177 0.076 -0.467
O 8.485 42.544 27.4 -0.089 0.224 -0.222
O 9.575 45.441 22.314 -0.249 -0.043 -0.478
O 14.251 45.272 29.766 -0.15 0.293 0.084
O 9.227 45.134 27.423 -0.048 -0.043 -0.086
O 1.525 49.47 25.62 0.035 0.016 -0.265
O 7.918 47.442 26.757 -0.113 -0.088 -0.057
O 8.487 49.832 25.621 0.015 0.13 -0.042
O 8.07 49.695 28.232 0.17 -0.135 0.103
O 9.631 51.605 27.241 -0.028 -0.123 0.017
O 7.747 59.097 24.015 -0.184 -0.382 -0.013
O 5.14 58.902 23.838 0.006 -0.248 -0.123
O 7.553 59.383 31.62 -0.024 -0.031 0.251
O 4.192 58.668 26.29 0.018 0.29 0.084
O 9.271 63.03 26.385 0.069 -0.014 0.075
O 5.159 57.834 28.466 0.097 0.013 0.034
O 9.475 0.102 25.752 0.174 -0.051 -0.104
O 8.212 2.382 26.383 -0.14 -0.179 0.079
O 13.436 2.738 27.395 -0.132 0.115 -0.131
O 14.534 0.598 26.59 -0.112 0.117 -0.005
O 9.727 5.816 29.14 0.16 0.034 0.021
O 10.15 5.298 23.938 -0.252 -0.341 -0.184
O 11.981 7.161 23.152 -0.216 0.147 0.108
O 19.106 9.031 21.392 0.225 -0.199 -0.256
O 9.688 9.798 24.116 0.047 0.06 -0.159
O 7.423 8.707 23.833 -0.135 0.043 -0.294
O 11.967 13.521 25.926 -0.249 -0.286 -0.075
O 12.088 14.123 28.447 0.077 -0.006 0.055
O 8.208 13.523 20.648 -0.206 0.064 -0.393
O 14.092 16.843 28.578 0.01 0.168 0.217
O 10.656 20.086 23.518 0.072 -0.168 -0.2
O 12.372 22.015 23.813 -0.182 0.112 0.007
O 13.682 23.822 25.114 -0.102 -0.27 -0.217
O 15.074 21.809 23.745 0.156 -0.348 -0.169
O 16.72 30.474 24.326 -0.064 0.051 -0.301
O 12.714 30.934 26.342 -0.108 -0.107 -0.129
O 10.438 32.132 26.767 0.026 0.12 0.226
O 11.461 32.554 24.384 0.178 0.224 -0.163
O 14.912 34.864 24.006 0.01 -0.317 -0.149
O 12.939 33.758 22.652 -0.201 -0.081 -0.186
O 10.312 38.737 24.124 0.034 -0.069 -0.054
O 14.355 40.052 24.446 -0.052 -0.179 -0.169
O 12.921 42.448 24.248 0.043 0.246 -0.292
O 7.057 40.389 30.225 -0.164 0.034 0.321
O 15.467 42.257 23.637 0.273 0.115 -0.163
O 6.078 38.294 26.612 0.202 -0.1 0.01
O 15.293 46.544 25.147 0.024 0.062 -0.197
O 16.495 44.631 23.71 -0.003 0.085 -0.143
O 11.791 49.915 23.655 -0.205 0.294 0.024
O 12.936 46.976 26.217 0.081 -0.264 -0.038
O 13.564 48.119 23.948 0.226 0.219 -0.441
O 13.504 51.424 26.226 -0.359 -0.157 0.002
O 13.295 55.606 22.937 0.036 0.079 -0.45
O 14.07 57.923 24.125 -0.314 0.021 -0.451
O 11.147 62.899 24.626 -0.247 0.073 -0.436
O 9.642 60.702 25.032 0.205 0.015 -0.305
O 13.393 63.928 25.854 0.015 -0.211 -0.144
O 13.522 62.27 23.828 -0.015 0.013 -0.259
O -1.591 -1.715 28.044 0.124 -0.239 0.093
O 1.023 0.469 29.959 -0.199 -0.321 0.019
O 2.293 3.305 26.742 -0.163 -0.192 -0.298
O -0.333 5.649 26.933 -0.216 -0.116 -0.253
O 0.361 5.493 30.354 -0.158 -0.449 0.055
O 0.952 7.371 28.484 -0.008 0.075 0.186
O 0.189 12.646 28.431 -0.061 0.271 -0.033
O 2.627 8.214 23.894 0.181 0.088 -0.283
O -3.478 16.62 23.346 -0.156 -0.095 0.21
O -1.678 10.437 26.089 0.096 0.071 -0.14
O 2.546 16.437 28.585 0.06 -0.161 0.187
O 0.884 17.815 24.395 0.092 -0.027 -0.08
O 2.065 20.835 25.993 0.061 0.153 -0.256
O 3.855 22.555 26.927 -0.09 0.051 -0.118
O 6.227 19.533 28.654 -0.078 -0.136 0.004
O 1.184 21.242 30.565 -0.127 0.076 0.008
O 5.382 23.286 28.924 0.048 -0.262 -0.135
O 3.925 24.069 31.159 0.131 -0.155 0.455
O -3.024 28.398 30.717 -0.142 0.131 0.292
O 2.514 26.062 29.974 0.191 -0.05 0.049
O 5.644 32.136 27.877 0.093 0.088 -0.02
O 3.375 29.546 27.174 -0.019 -0.219 0.328
O 4.287 35.09 24.422 0.072 0.18 -0.205
O 2.494 34.884 26.395 -0.165 0.247 0.063
O 0.332 36.796 27.817 0.195 0.205 0.016
O -4.017 39.01 29.015 0.201 -0.017 -0.235
O 2.139 41.687 25.562 -0.04 -0.12 -0.141
O 4.401 40.322 25.755 -0.213 -0.171 -0.022
O 5.27 46.801 28.633 0.199 -0.048 -0.076
O 7.069 44.6 28.743 0.013 -0.207 -0.067
O 7.158 52.204 27.976 -0.016 0.169 0.049
O 3.536 50.274 27.087 0.188 0.117 -0.001
O 6.362 54.262 26.545 0.123 -0.049 -0.179
O 2.729 56.945 27.87 0.068 0.26 -0.137
O 8.741 56.219 27.904 0.101 0.086 0.07
O 2.484 58.026 24.442 -0.053 0.125 -0.259
O 1.187 58.77 26.695 -0.068 0.478 0.097
O 0.189 56.965 28.412 -0.016 0.008 0.363
O 2.22 64.129 25.857 -0.176 0.085 -0.028
O 4.128 62.602 26.907 -0.177 0.268 -0.006
O 5.084 -0.626 28.298 0.186 -0.075 0.258
O 7.566 2.136 31.091 0.027 -0.194 0.177
O 9.057 3.362 28.512 -0.21 -0.02 0.149
O 6.833 4.253 27.822 0.125 0.135 0.315
O 5.13 5.958 26.924 -0.231 -0.078 -0.053
O 8.183 8.066 28.76 0.118 -0.207 0.162
O 7.209 10.571 31.144 0.038 -0.095 0.319
O 9.39 13.735 31.447 0.044 0.381 0.522
O 7.014 15.112 30.983 -0.032 0.315 0.475
O 8.977 14.918 29.202 0.072 0.205 0.164
O 8.052 14.792 23.167 -0.043 -0.257 0.062
O 4.291 15.074 27.019 -0.014 -0.172 -0.048
O 9.623 20.967 25.737 0.249 -0.018 0.204
O 10.351 18.363 25.657 0.07 -0.047 -0.199
O 8.146 23.234 25.596 -0.089 0.057 -0.356
O 6.738 24.801 27.215 0.166 -0.077 -0.291
O 11.993 26.064 29.512 0.074 0.019 -0.034
O 10.468 30.249 24.843 0.064 0.039 -0.381
O 9.731 28.547 26.594 0.102 -0.228 0.018
O 4.056 30.884 29.485 0.054 0.005 0.076
O 8.591 28.145 24.257 -0.215 0.067 -0.522
O 9.374 31.169 31.077 0.167 0.061 0.552
O 4.896 33.304 30.206 0.078 -0.08 0.217
O 7.434 33.068 31.011 0.089 0.101 0.126
O 7.644 36.333 27.314 0.034 -0.047 -0.172
O 7.861 38.622 28.573 -0.072 0.164 0.041
O 9.205 34.325 27.605 -0.011 0.175 -0.093
O 6.876 42.796 31.025 0.111 0.203 0.251
O 8.788 38.365 26.177 0.121 0.009 -0.158
O 8.729 40.805 25.216 0.13 0.064 -0.331
O 5.405 42.104 28.871 -0.088 -0.076 0.202
O 12.69 36.851 33.379 -0.19 -0.339 0.159
O 4.732 42.99 26.407 0.11 0.216 -0.016
O 8.51 43.727 32.891 -0.043 0.14 0.259
O 9.286 46.014 24.972 0.038 0.153 -0.017
O 6.009 49.275 26.581 -0.035 0.016 0.204
O 7.872 52.423 25.417 -0.032 -0.04 -0.206
O 10.482 47.399 27.052 -0.091 0.057 0.192
O 10.217 58.169 24.089 0.104 -0.2 -0.226
O 8.921 58.462 26.341 0.094 -0.213 -0.161
O 5.079 60.601 28.232 0.318 0.205 0.082
O 7.286 59.303 28.999 -0.009 0.334 0.037
O 9.478 64.779 28.239 0.06 0.415 0.138
O 10.908 67.906 26.39 0.111 0.066 0.142
O 11.531 3.947 28.536 0.058 -0.051 0.048
O 11.805 1.305 28.793 0.012 -0.182 0.173
O 15.596 3.093 26.061 -0.098 0.141 -0.451
O 13.535 2.576 30.44 0.009 -0.017 0.147
O 8.857 4.975 26.273 0.016 0.109 -0.389
O 11.303 5.951 26.174 0.023 -0.286 -0.32
O 13.64 12.034 24.408 0.329 -0.015 -0.022
O 13.586 9.412 23.778 -0.214 -0.316 -0.449
O 11.779 12.824 30.798 -0.362 0.132 0.469
O 8.008 9.381 26.369 0.17 0.125 -0.282
O 11.738 16.155 26.618 0.29 -0.237 -0.108
O 14.057 14.913 26.799 -0.1 0.166 -0.002
O 10.721 18.016 28.263 0.059 0.264 0.159
O 11.684 19.93 29.805 -0.145 0.022 -0.021
O 12.299 17.412 30.348 0.075 -0.125 -0.031
O 13.821 21.005 28.658 0.033 -0.078 0.102
O 19.991 21.279 29.279 -0.089 -0.165 0.155
O 16.178 21.653 27.394 0.063 0.189 -0.052
O 13.047 25.69 26.998 -0.262 0.308 -0.071
O 17.651 23.879 31.117 0.213 -0.09 -0.003
O 14.197 23.412 27.665 0.292 0.205 0.026
O 8.698 32.09 28.817 -0.296 -0.109 0.09
O 14.366 27.214 28.684 0.001 0.027 0.191
O 18.082 29.811 29.204 -0.332 -0.008 -0.031
O 14.736 32.188 27.566 0.272 -0.026 0.102
O 10.404 29.793 28.928 -0.114 0.353 -0.135
O 14.227 37.421 28.311 -0.174 0.045 0.401
O 9.765 39.541 30.099 0.066 0.108 0.168
O 11.899 38.575 31.45 0.273 -0.301 0.525
O 16.694 41.853 27.529 0.165 -0.014 0.271
O 14.463 41.846 26.246 0.184 -0.017 -0.222
O 14.743 40.141 28.38 0.076 -0.177 0.178
O 14.445 50.495 28.493 0.074 0.039 0.317
O 15.526 50.76 30.87 -0.026 0.097 0.323
O 14.671 48.989 26.278 0.004 -0.089 -0.159
O 12.286 49.334 27.335 -0.076 -0.071 0.026
O 13.352 53.744 27.614 -0.133 0.218 0.003
O 15.062 53.01 29.404 -0.14 0.06 -0.034
O 14.11 55.698 25.446 0.143 -0.162 0.213
O 11.481 55.825 24.706 0.012 -0.13 -0.073
O 12.984 53.56 24.913 -0.21 0.232 -0.214
O 14.532 57.758 26.898 -0.13 0.333 -0.09
O 11.618 59.905 28.445 -0.055 -0.068 0.135
O 12.526 61.374 26.223 -0.142 -0.156 -0.077
O 14.107 65.801 29.664 0.355 0.297 0.125
O 14.768 60.761 30.861 0.014 0.377 0.461
O -0.235 2.522 30.976 -0.124 0.185 0.423
O -1.735 4.508 31.749 -0.066 0.024 0.277
O 2.072 -1.632 31.051 0.248 0.029 -0.04
O 1.931 2.78 29.321 -0.056 -0.073 0.083
O -1.563 12.712 33.922 0.025 -0.068 0.501
O -3.316 8.549 30.069 0.287 0.144 0.293
O 2.409 5.251 28.682 -0.109 0.191 0.061
O -2.312 12.683 29.536 0.07 -0.105 0.185
O -1.211 10.455 28.7 0.309 0.144 0.244
O 1.142 9.468 31.05 -0.155 -0.039 0.065
O 5.019 11.536 30.151 -0.161 0.166 0.128
O -1.598 17.183 31.094 0.189 0.178 0.192
O 0.734 18.178 31.741 -0.158 -0.054 0.289
O -2.285 29.891 28.626 0.094 0.161 0.136
O -0.534 33.032 29.931 -0.055 -0.229 0.481
O 2.755 26.934 27.418 -0.014 -0.027 -0.126
O 0.401 36.825 30.452 -0.311 -0.065 0.235
O -1.501 34.813 28.225 -0.015 0.005 0.315
O 3.17 33.025 28.194 0.062 -0.289 0.12
O 6.039 34.124 26.086 -0.127 0.002 -0.01
O 2.491 37.877 29.134 0.002 -0.08 0.059
O 2.078 35.275 29.011 0.312 0.142 0.145
O -1.825 42.84 28.645 -0.044 0.077 -0.322
O 1.592 45.647 31.256 -0.035 -0.027 0.227
O 1.996 39.9 27.576 0.158 0.245 -0.066
O 2.812 42.372 28.057 0.26 0.235 -0.06
O 0.237 48.45 30.295 -0.037 -0.049 0.265
O 2.106 50.403 30.321 -0.138 0.145 0.545
O 2.566 48.545 31.979 -0.118 0.059 -0.182
O 5.085 48.796 30.162 0.367 -0.06 0.069
O 3.971 46.554 31.056 0.024 0.062 0.253
O -4.398 58.739 30.925 0.447 -0.354 0.388
O -1.732 58.548 29.359 -0.04 -0.021 0.482
O 7.248 55.475 30.129 -0.141 0.013 0.329
O 1.09 49.695 28.1 -0.018 -0.132 0.242
O 1.81 61.281 30.695 0.111 -0.152 0.453
O -0.031 60.638 28.816 0.065 -0.273 -0.029
O 1.795 58.89 29.353 0.24 0.028 0.216
O 2.42 61.119 28.104 -0.099 0.012 0.084
O 5.378 3.355 31.822 -0.031 0.234 0.454
O 5.146 1.119 30.334 0.031 -0.129 0.251
O 5.876 -1.393 30.921 -0.182 0.112 0.207
O 7.318 0.119 29.293 -0.124 -0.246 -0.005
O 9.562 7.509 31.072 0.063 -0.222 0.483
O 4.361 3.664 28.214 0.193 -0.304 0.27
O 7.841 17.364 28.851 0.061 0.108 -0.051
O 4.475 14.999 29.65 -0.022 0.151 0.17
O 8.005 9.593 33.286 0.197 -0.395 0.222
O 9.71 11.11 31.573 0.073 -0.044 0.146
O 8.203 16.864 32.398 0.209 -0.128 0.517
O 5.237 17.167 28.404 -0.01 -0.018 0.111
O 2.695 23.733 28.875 0.005 -0.051 0.093
O 7.133 25.016 29.918 0.093 -0.058 0.265
O 9.324 22.308 27.837 -0.192 0.217 0.185
O 4.95 28.691 31.704 -0.049 0.258 -0.251
O 2.058 28.801 31.593 0.37 -0.15 0.141
O 9.524 25.737 30.914 -0.004 -0.158 0.227
O 6.831 34.345 28.784 0.016 0.278 0.31
O 9.698 27.24 28.827 -0.162 -0.029 -0.091
O 9.966 33.72 30.488 0.052 0.239 0.165
O 2.614 40.347 30.143 0.097 0.238 0.234
O 6.668 40.753 26.923 -0.228 -0.17 -0.215
O 9.425 43.483 29.53 -0.11 -0.103 0.325
O 7.084 42.917 25.295 0.151 0.371 -0.456
O 8.796 51.66 29.941 -0.036 0.23 0.223
O 6.847 50.379 31.073 0.043 0.064 0.315
O 12.431 46.641 31.279 -0.35 0.318 0.294
O 12.587 47.173 28.768 0.079 0.164 0.292
O 9.934 55.146 30.05 0.18 -0.179 0.296
O 8.572 54.442 32.15 -0.036 -0.515 0.164
O 5.359 51.841 26.071 0.044 0.234 -0.399
O 5.907 55.338 24.141 0.347 -0.258 -0.459
O 6.439 61.701 31.113 0.167 0.059 -0.163
O 5.128 59.453 30.585 -0.133 -0.063 0.314
O 6.833 56.847 26.175 -0.159 0.154 -0.438
O 9.652 59.976 30.133 0.147 0.084 0.404
O 12.107 0.557 31.331 0.179 -0.055 0.124
O 10.023 3.582 30.806 0.043 -0.358 0.337
O 13.506 -2.327 30.322 -0.039 -0.173 0.388
O 11.006 -1.842 30.889 0.103 0.2 0.437
O 10.793 8.215 28.763 -0.086 -0.021 0.033
O 12.077 7.141 31.972 -0.157 -0.392 0.07
O 15.912 2.044 28.394 0.097 -0.137 0.127
O 12.935 6.821 27.904 0.202 0.045 0.081
O 6.21 17.776 30.812 -0.266 -0.106 0.281
O 5.756 8.395 27.634 -0.216 -0.184 0.235
O 9.284 7.415 25.288 0.232 -0.211 -0.153
O 13.398 15.017 30.525 0.035 0.326 0.315
O 9.183 16.249 26.943 -0.051 -0.15 -0.217
O 9.927 18.235 30.857 -0.209 -0.137 0.278
O 12.019 28.007 27.736 0.141 -0.154 0.265
O 10.046 24.601 28.611 -0.522 0.171 0.084
O 11.583 22.484 29.253 -0.002 0.22 0.33
O 11.624 23.446 26.809 -0.039 -0.249 -0.137
O 16.779 30.919 31.283 -0.197 -0.156 0.347
O 11.003 29.214 31.488 0.07 -0.087 0.148
O 12.466 33.819 31.35 0.237 0.138 0.336
O 14.258 31.805 31.571 -0.175 -0.095 0.214
O 11.248 43.154 31.573 -0.267 0.049 0.163
O 13.035 51.611 30.464 -0.185 -0.11 -0.066
O 11.696 44.793 29.5 -0.154 -0.183 0.027
O 13.839 42.988 31.11 -0.007 0.19 0.198
O 9.048 56.052 25.177 -0.292 -0.009 -0.219
O 13.007 54.211 30.419 0.158 0.232 0.312
O 14.371 55.819 28.896 0.146 -0.092 0.121
O 11.776 62.571 28.486 -0.059 0.104 0.275
O 11.814 61.298 30.759 0.09 -0.049 0.313
O 2.429 7.12 30.644 0.251 -0.09 -0.058
O 2.813 16.523 31.227 0.121 -0.152 0.103
O 7.714 38.023 31.142 0.051 -0.16 0.281
O 11.962 41.054 30.403 -0.003 0.006 0.194

Results
total energy: -434288.689 eV
total energy less fixed offsets of O -438.25, Si -107.07 eV per atom: 23.591 eV
